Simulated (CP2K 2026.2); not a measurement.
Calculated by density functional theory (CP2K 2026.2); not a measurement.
Periodic cell of 1981 atoms, Si1440O541, from a study of silicon, its oxide and their interface. The atomic structure is a simulated model.
Doubt: the forces sum to 2.78 eV/angstrom along one axis rather than to zero, so they err by at least 0.0014 eV/angstrom per atom on average; the grid cutoff is modest.

Settings
functional: PBE
method: Gaussian and plane waves
basis set: DZVP-MOLOPT-SR-GTH
pseudopotentials: GTH-PBE
grid cutoff: 300 Ry, relative cutoff 40 Ry
k points: Gamma only
occupations: fixed
spin: none
net charge: 0

Cell vectors (angstrom)
a	65.28	0	0
b	0	16.32	0
c	-0.5191	-2.1853	33.3305

Atoms and the computed forces on them: element, x, y, z (angstrom), force x, y, z (eV/angstrom)
Si	1.85	-2.131	1.235	-0.015	0.029	0.066
Si	3.714	1.707	1.258	0.11	-0.312	0.651
Si	1.384	3.816	1.412	-0.002	0.067	0.644
Si	4.329	6.2	1.628	0.32	-0.107	0.521
Si	1.23	-6.762	1.63	-0.03	-0.181	0.647
Si	3.73	-3.994	1.492	-0.196	0.333	0.27
Si	6.792	-1.575	1.328	0.057	-0.114	0.672
Si	9.89	0.79	1.624	0.074	-0.07	0.027
Si	6.084	4.516	1.456	0.063	0.064	-0.006
Si	8.859	7.273	1.458	-0.317	0.212	0.483
Si	6.99	9.103	1.463	-0.034	-0.04	0.021
Si	9.591	-4.379	0.667	-0.258	0.396	-0.431
Si	11.918	-0.697	1.654	-0.306	0.268	0.399
Si	14.804	1.896	1.661	0.116	0.039	0.673
Si	12.785	4.192	1.52	0.372	0.252	0.536
Si	15.049	7.001	1.879	-0.066	-0.017	0.644
Si	13.108	-7.06	1.279	0.253	0.316	0.516
Si	15.205	-4.191	1.694	0.014	0.029	0.55
Si	17.89	-1.463	1.4	-0.156	0.12	0.659
Si	20.315	1.671	1.479	0.212	-0.325	0.592
Si	17.282	5.041	1.312	-0.244	-0.448	0.461
Si	21.384	7.112	1.018	-0.375	0.159	0.44
Si	17.4	-6.366	1.675	0.073	-0.124	0.692
Si	19.973	-3.801	1.631	0.34	-0.29	0.2
Si	23.704	-1.393	0.958	0.085	0.598	0.214
Si	26.472	0.883	1.609	-0.004	-0.17	0.386
Si	22.819	4.626	1.549	0.126	-0.188	0.709
Si	25.878	6.839	1.558	0.036	-0.06	0.725
Si	23.848	-7.627	0.526	0.081	0.203	0.148
Si	25.3	-4.143	1.236	-0.109	-0.423	0.379
Si	28.146	-0.854	1.666	-0.329	0.141	0.512
Si	30.497	1.589	1.161	-0.432	0.194	0.227
Si	29.351	3.725	1.05	0.664	-0.146	0.264
Si	31.405	7.149	1.323	0.066	-0.182	0.527
Si	29.098	-7.017	1.21	-0.269	0.059	0.669
Si	31.918	-4.373	1.244	0.067	-0.189	0.481
Si	34.273	-1.472	1.619	-0.041	0.038	0.683
Si	36.431	1.652	1.343	0.399	-0.442	0.007
Si	34.264	3.833	1.562	0.07	0.267	0.521
Si	37.229	6.285	1.498	0.048	-0.002	-0.004
Si	33.531	-6.206	1.179	-0.041	0.01	-0.069
Si	36.46	-3.689	1.103	0.251	-0.201	0.594
Si	39.228	-1.16	0.833	-0.294	-0.219	0.656
Si	-22.243	2.884	0.399	-0.041	-0.019	0.626
Si	38.836	4.478	1.552	0.01	0.371	0.508
Si	-23.581	7.066	1.199	-0.036	0.057	-0.047
Si	40.027	-7.448	1.251	0.211	-0.13	0.528
Si	-22.601	-4.393	0.892	0.176	-0.286	0.498
Si	-19.761	-1.871	1.2	0.066	-0.061	0.052
Si	-17.524	1.193	1.607	0.03	0.042	0.621
Si	-19.328	3.459	0.511	0.083	-0.067	0.156
Si	-18.042	7.36	1.446	-0.389	0.006	0.383
Si	-19.904	-7.239	1.258	-0.038	-0.01	-0.031
Si	-17.981	-3.636	1.221	-0.284	0.11	0.42
Si	-15.239	-0.854	1.219	0.1	-0.206	0.699
Si	-12.376	1.632	1.358	0.071	-0.11	0.722
Si	-14.643	3.819	1.335	-0.098	0.111	0.676
Si	-12.716	7.312	1.374	0.047	-0.039	-0.05
Si	-14.558	-7.472	1.501	0.045	-0.033	-0.049
Si	-11.904	-4.469	1.552	0.232	-0.237	0.496
Si	-9.263	-1.638	1.249	0.191	-0.194	0.406
Si	-7.28	1.713	1.474	-0.102	0.181	0.507
Si	-8.879	3.562	1.326	-0.011	-0.113	0.576
Si	-6.576	6.549	1.266	-0.111	0.166	0.738
Si	-10.187	-6.167	1.257	-0.052	0.034	-0.045
Si	-7.399	-3.413	1.163	-0.052	0.06	0.033
Si	-4.02	-1.344	1.512	-0.136	-0.133	0.673
Si	-1.965	1.758	1.359	0.016	0.074	0.52
Si	-3.591	3.495	1.498	0.107	-0.058	0.518
Si	-1.649	6.994	1.41	0.015	-0.069	-0.062
Si	-3.471	-7.603	1.46	0.195	-0.153	0.505
Si	-1.062	-4.779	1.453	0.033	0.342	0.78
Si	2.708	-0.176	2.42	-0.007	-0.01	-0.031
Si	5.265	2.716	2.739	-0.026	-0.028	-0.027
Si	2.633	5.22	2.873	-0.014	-0.032	-0.048
Si	5.362	8.007	2.765	0.011	0.008	-0.045
Si	2.638	-5.472	2.926	-0.001	-0.002	0.005
Si	5.41	-2.887	2.726	-0.05	0.019	-0.029
Si	8.103	-0.21	2.757	0.025	0.01	-0.015
Si	10.633	2.535	2.993	-0.271	-0.421	0.41
Si	7.905	5.46	2.671	-0.064	-0.022	-0.067
Si	10.647	-8.28	2.846	-0.357	-0.239	0.437
Si	7.943	-5.647	2.931	-0.275	-0.37	0.295
Si	11.045	-2.611	2.7	0.034	0.294	0.506
Si	13.562	0.343	2.948	0.069	0.016	0.006
Si	16.46	3.161	2.749	0.039	0	-0.138
Si	13.655	5.592	3.104	0.011	-0.013	-0.054
Si	16.437	-7.983	3.109	0.043	0.013	-0.045
Si	13.723	-5.484	2.918	-0.014	-0.015	-0.084
Si	16.355	-2.548	2.862	0.018	0.042	-0.013
Si	19.087	0.092	2.721	-0.054	0.053	-0.061
Si	21.837	2.868	2.781	-0.02	0.033	0
Si	19.349	6.004	3.395	0.27	0.052	0.464
Si	21.057	-8.632	3.214	0.077	0.02	-0.011
Si	18.877	-5.257	3.053	-0.005	-0.004	-0.052
Si	21.625	-2.636	2.715	-0.135	-0.288	0.38
Si	24.569	0.028	2.626	-0.03	0.01	0.012
Si	27.142	2.694	2.891	-0.306	-0.331	0.475
Si	24.361	5.682	2.967	0.05	0.05	-0.05
Si	27.489	-8.182	2.618	0.005	0.072	-0.024
Si	24.373	-5.608	2.753	0.253	0.318	0.241
Si	27.341	-2.72	2.745	0.194	0.343	0.323
Si	29.834	0.136	2.885	-0.067	0.007	0.049
Si	32.795	2.613	2.805	0.103	0.209	0.405
Si	30.255	5.423	2.479	-0.002	0.027	-0.012
Si	32.756	-7.897	2.68	0.066	-0.024	-0.001
Si	30.129	-5.367	2.549	0.081	0.033	-0.079
Si	32.708	-2.736	2.75	-0.055	-0.022	-0.027
Si	35.487	0.072	2.825	0.018	-0.079	0.034
Si	37.992	2.715	2.789	0.016	-0.095	-0.026
Si	35.445	5.458	2.758	-0.026	-0.011	-0.049
Si	38.23	-8.226	2.603	0	-0.021	-0.045
Si	35.38	-5.346	2.428	-0.012	-0.011	-0.012
Si	38.188	-2.628	2.407	-0.018	0.064	-0.096
Si	-24.183	0.446	2.745	0.304	0.18	0.361
Si	-22.408	2.221	2.649	-0.014	-0.04	0.014
Si	-24.582	5.468	2.644	-0.014	0.004	-0.028
Si	-21.725	-8.254	2.457	-0.006	0.008	-0.029
Si	-24.255	-5.53	2.312	-0.05	-0.002	-0.052
Si	-21.598	-2.814	2.4	0.025	0.03	-0.073
Si	-19.03	-0.178	2.702	-0.008	0.064	-0.039
Si	-16.226	2.76	2.745	0.045	-0.056	-0.041
Si	-18.919	5.506	2.675	0.344	0.401	0.268
Si	-16.329	-8.183	2.907	-0.04	0.068	0.093
Si	-18.957	-5.437	2.523	-0.007	0.003	0.008
Si	-16.312	-2.6	2.517	0.016	0.023	-0.036
Si	-13.608	0.085	2.64	-0.006	-0.003	-0.077
Si	-10.767	2.77	2.587	0.037	0.022	-0.003
Si	-13.585	5.485	2.618	0.004	-0.065	0.005
Si	-10.995	-7.989	2.596	0.01	0.033	0.013
Si	-13.649	-5.574	2.659	-0.067	-0.014	0
Si	-10.85	-2.716	2.662	0.033	0.037	-0.081
Si	-8.254	-0.034	2.7	0.024	-0.02	0.025
Si	-5.461	2.659	2.666	-0.05	0.039	0.035
Si	-8.205	5.451	2.576	-0.025	-0.019	-0.04
Si	-5.287	7.884	2.734	-0.013	0.011	-0.05
Si	-8.258	-5.314	2.367	0.043	-0.092	-0.012
Si	-5.554	-2.77	2.578	0.084	0.009	-0.092
Si	-2.766	0.065	2.806	0.079	0.045	-0.019
Si	-0.113	2.539	2.646	-0.033	-0.011	-0.031
Si	-2.681	5.311	2.722	-0.008	-0.023	0.013
Si	-0.059	8.006	2.823	0.003	0.012	-0.05
Si	-2.694	-5.775	2.747	-0.024	0.001	-0.025
Si	0.048	-2.957	2.594	-0.045	-0.002	-0.099
Si	1.297	1.115	3.91	0.052	0.004	-0.011
Si	3.983	3.926	4.261	0.027	0.026	0.016
Si	1.314	6.665	4.142	0.018	0.006	0.037
Si	4.026	9.405	4.116	0.055	-0.034	0.028
Si	1.266	-4.137	4.218	-0.025	0.01	0.005
Si	4.074	-1.384	3.976	-0.019	-0.006	-0.026
Si	6.731	1.301	3.997	0.002	-0.025	-0.031
Si	9.277	4.076	4.101	0.046	0.031	-0.033
Si	6.713	6.754	4.216	-0.003	0.034	0.007
Si	9.514	-6.78	4.239	0.017	-0.005	-0.062
Si	6.624	-4.236	4.221	0.04	-0.006	-0.027
Si	9.427	-1.564	4.13	0.047	-0.061	-0.014
Si	12.138	1.427	4.41	-0.055	0.057	-0.027
Si	15.014	4.171	4.334	0	-0.009	0.002
Si	12.054	6.782	4.29	-0.031	0.049	-0.042
Si	14.956	-6.757	4.413	0.008	-0.01	0.037
Si	12.252	-4.075	4.113	-0.023	-0.018	0.038
Si	14.91	-1.204	4.139	-0.045	-0.022	0.005
Si	17.706	1.545	4.035	-0.013	-0.018	0.041
Si	20.475	4.143	4.272	0.013	0.001	-0.009
Si	17.659	7.002	4.597	-0.031	0.005	-0.01
Si	20.237	-6.72	4.281	0.016	0.032	-0.031
Si	17.58	-3.886	4.38	-0.028	0.002	-0.001
Si	20.405	-1.239	4.163	0.021	-0.032	0.022
Si	23.206	1.419	4.033	-0.004	-0.068	-0.048
Si	25.769	4.154	4.139	0.067	0.041	-0.032
Si	22.992	6.919	4.354	-0.051	-0.018	0.065
Si	25.974	-6.84	4	-0.042	-0.049	-0.032
Si	23.05	-4.08	4.04	-0.024	-0.004	-0.088
Si	25.812	-1.422	4.063	0.069	0.056	-0.063
Si	28.577	1.479	4.306	-0.062	0.029	-0.03
Si	31.419	4.079	4.032	-0.004	0	0.021
Si	28.783	6.716	3.947	-0.004	-0.04	0.023
Si	31.353	-6.693	4.087	0.014	0.025	-0.001
Si	28.743	-4.067	4.019	-0.033	-0.078	-0.026
Si	31.306	-1.325	4.035	0.017	-0.009	0.028
Si	34.048	1.268	4.212	0.014	0.007	0.018
Si	36.668	4.051	4.194	0.005	0.031	0.02
Si	34.09	6.93	3.977	-0.068	-0.027	0.004
Si	36.773	-6.764	3.793	-0.01	0.023	-0.01
Si	34.122	-4.085	4.044	0.043	-0.008	-0.016
Si	36.91	-1.356	3.999	0.014	-0.005	-0.016
Si	-25.81	1.441	4.118	0.003	-0.004	0.022
Si	-23.217	4.038	3.951	0.054	-0.007	-0.019
Si	-25.823	6.793	4.125	-0.04	-0.02	-0.034
Si	-23.012	-6.822	3.872	0.005	-0.033	-0.041
Si	-25.708	-4.112	3.68	0.013	-0.006	-0.014
Si	-23.016	-1.37	3.781	-0.023	0.014	-0.002
Si	-20.508	1.296	3.848	-0.022	0.031	-0.031
Si	-17.588	4.142	4.06	-0.04	-0.001	-0.017
Si	-20.443	6.752	3.958	0.019	0.069	-0.042
Si	-17.645	-6.67	4.066	-0.029	-0.005	0.017
Si	-20.362	-4.133	3.927	0.053	-0.011	-0.009
Si	-17.621	-1.397	4.088	0.032	-0.014	-0.001
Si	-14.902	1.392	4.099	-0.018	-0.004	0.047
Si	-12.154	4.142	3.95	-0.078	-0.014	-0.011
Si	-14.997	6.671	4.116	0.018	-0.074	-0.049
Si	-12.306	-6.81	4.127	0.008	-0.042	-0.037
Si	-15.007	-4.067	3.873	-0.021	0.004	0.026
Si	-12.28	-1.359	3.946	-0.007	0.026	0.009
Si	-9.616	1.314	4.04	-0.007	-0.004	0.016
Si	-6.808	4.098	3.992	0.039	0.038	-0.032
Si	-9.602	6.854	3.862	-0.007	-0.039	-0.036
Si	-6.818	-6.839	3.734	0.006	0.06	-0.036
Si	-9.496	-4.093	4.009	0.029	-0.038	-0.049
Si	-6.804	-1.366	4.023	0.008	-0.024	-0.046
Si	-4.179	1.338	4.145	-0.005	0.027	-0.002
Si	-1.32	3.975	4.085	-0.039	0.023	-0.005
Si	-4.05	6.576	4.179	0.002	-0.02	-0.013
Si	-1.367	-6.97	4.232	0.027	-0.044	0.013
Si	-4.157	-4.242	3.872	-0.027	0.03	-0.01
Si	-1.339	-1.477	3.906	0.039	-0.036	0.021
Si	-0.033	-0.16	5.361	-0.046	0.031	0.009
Si	2.594	2.49	5.429	-0.042	-0.035	-0.015
Si	-0.023	5.313	5.497	0.001	-0.008	-0.006
Si	2.659	8.062	5.469	-0.005	-0.011	0.016
Si	-0.061	-5.534	5.534	0.001	0.013	-0.011
Si	2.701	-2.731	5.419	0.023	-0.005	-0.063
Si	5.395	-0.058	5.398	0.007	-0.016	0.016
Si	8.009	2.663	5.465	-0.02	-0.002	0.006
Si	5.358	5.357	5.543	-0.012	-0.009	-0.031
Si	8.12	-8.201	5.535	-0.045	-0.032	-0.018
Si	5.308	-5.579	5.56	0.012	-0.016	0.023
Si	8.065	-2.864	5.512	-0.004	0.023	0.002
Si	10.76	-0.111	5.535	0.002	-0.012	-0.045
Si	13.586	2.792	5.645	0.029	0.008	-0.008
Si	10.719	5.347	5.542	-0.015	0.008	0.008
Si	13.495	-8.164	5.62	-0.007	0.026	-0.039
Si	10.88	-5.4	5.541	-0.006	0.028	-0.011
Si	13.582	-2.661	5.486	0.007	-0.014	-0.005
Si	16.323	0.156	5.452	0.058	0.025	-0.017
Si	19.057	2.771	5.539	0.003	0.025	-0.027
Si	16.286	5.515	5.745	0.012	-0.063	0.021
Si	19.006	-7.959	5.85	0.068	0.028	0.023
Si	16.27	-5.324	5.716	0.022	-0.016	-0.033
Si	19.065	-2.575	5.599	0	-0.025	-0.009
Si	21.822	0.094	5.461	0.004	0.062	0.01
Si	24.499	2.742	5.506	-0.003	-0.011	0.009
Si	21.79	5.456	5.71	0.003	0.019	-0.041
Si	24.537	-8.053	5.487	0.011	0.074	-0.023
Si	21.73	-5.376	5.502	0.018	0.035	0.031
Si	24.453	-2.741	5.435	0.023	-0.041	0.014
Si	27.179	-0.016	5.469	-0.003	-0.022	0.022
Si	30.028	2.834	5.512	0.02	-0.006	0
Si	27.297	5.485	5.377	-0.043	0.007	-0.026
Si	30.016	-8.159	5.376	-0.005	0	-0.011
Si	27.294	-5.41	5.355	-0.018	-0.019	0.008
Si	30.005	-2.69	5.436	0.001	0.042	0.003
Si	32.661	-0.058	5.494	-0.006	-0.021	0.016
Si	35.351	2.701	5.541	0.022	0.023	0.01
Si	32.75	5.511	5.363	-0.001	-0.011	0.021
Si	35.47	-8.069	5.326	0.024	0.004	-0.013
Si	32.745	-5.385	5.443	-0.01	-0.009	-0.014
Si	35.49	-2.695	5.359	-0.006	0.046	0
Si	-27.103	0.001	5.424	-0.018	-0.026	0.008
Si	-24.513	2.812	5.473	0.027	-0.001	0.044
Si	-27.194	5.442	5.471	-0.007	-0.013	-0.012
Si	-24.393	-8.129	5.333	0.023	0.028	-0.007
Si	-27.104	-5.404	5.157	-0.009	0.025	0.028
Si	-24.408	-2.737	5.154	-0.018	0.007	-0.004
Si	-21.755	-0.047	5.312	0.009	-0.001	0.006
Si	-19.096	2.706	5.222	0.004	0.018	-0.01
Si	-21.789	5.382	5.307	0.009	-0.058	0.019
Si	-19.065	-8.137	5.302	0.03	0	-0.037
Si	-21.722	-5.467	5.31	0.021	-0.008	0.003
Si	-19.027	-2.775	5.36	-0.012	-0.005	-0.018
Si	-16.3	0.016	5.409	0.021	0.002	-0.002
Si	-13.52	2.77	5.371	0.007	0.014	-0.019
Si	-16.308	5.394	5.526	0.012	-0.011	0.035
Si	-13.646	-8.217	5.419	-0.023	0.041	0.005
Si	-16.302	-5.348	5.4	0.002	0.013	0.01
Si	-13.634	-2.743	5.285	-0.008	-0.011	-0.003
Si	-10.957	-0.038	5.382	-0.023	0.032	0.011
Si	-8.188	2.689	5.324	-0.012	0.04	-0.027
Si	-10.872	5.5	5.336	-0.017	-0.013	0.028
Si	-8.181	-8.15	5.204	0.017	0.007	-0.004
Si	-10.893	-5.431	5.377	-0.006	0.049	0.004
Si	-8.159	-2.746	5.371	0.005	0.022	0.003
Si	-5.492	-0.061	5.449	-0.029	-0.005	0.015
Si	-2.764	2.685	5.429	0.003	0.001	0.008
Si	-5.497	5.331	5.481	0.018	-0.013	0.028
Si	-2.749	7.996	5.513	0	-0.025	0.017
Si	-5.518	-5.547	5.261	0.035	-0.055	-0.004
Si	-2.775	-2.834	5.234	0.014	0.012	0.01
Si	1.287	-1.406	17.585	0.043	0.012	-0.017
Si	3.876	1.273	17.655	-0.002	-0.01	-0.013
Si	1.166	3.967	17.644	0.017	0	-0.016
Si	3.852	6.711	17.657	-0.019	0.027	-0.003
Si	1.268	-6.878	17.597	0.006	-0.012	-0.002
Si	3.967	-4.179	17.651	0.003	0.006	-0.001
Si	6.672	-1.501	17.693	-0.014	0.001	0.024
Si	9.465	1.291	17.619	-0.027	0.045	0.002
Si	6.57	3.933	17.596	-0.01	0.027	-0.041
Si	9.393	-9.586	17.611	0.009	-0.013	-0.016
Si	6.682	-6.827	17.784	0.003	-0.038	0.052
Si	9.439	-4.158	17.82	0.017	0.007	-0.018
Si	12.096	-1.501	17.75	-0.019	-0.019	-0.02
Si	14.86	1.256	17.736	-0.014	-0.017	0.035
Si	12.222	4.072	17.725	0.005	0.008	-0.021
Si	14.962	-9.565	17.758	0.015	0.023	-0.032
Si	12.161	-6.859	17.666	0.039	0.005	-0.034
Si	14.996	-4.033	17.734	-0.001	0.002	0.003
Si	17.727	-1.28	17.688	0.025	-0.02	-0.044
Si	20.403	1.405	17.798	0.007	-0.01	-0.014
Si	17.693	4.095	17.762	0.022	0.024	0.017
Si	20.427	-9.486	17.661	0.034	-0.007	-0.031
Si	17.655	-6.844	17.684	-0.032	0.011	0.032
Si	20.429	-4.067	17.544	-0.013	0	-0.028
Si	23.246	-1.226	17.552	0.018	-0.003	-0.029
Si	25.989	1.514	17.61	0.015	0.009	-0.028
Si	23.174	4.129	17.754	-0.004	-0.005	0.023
Si	25.951	-9.442	17.701	-0.007	0.014	0.008
Si	23.192	-6.736	17.617	-0.023	-0.002	-0.028
Si	25.954	-4.016	17.576	0.015	-0.011	-0.022
Si	28.702	-1.246	17.689	0.021	0.005	0.003
Si	31.394	1.42	17.779	0.003	0.004	0.016
Si	28.687	4.162	17.745	-0.01	-0.008	-0.014
Si	31.35	-9.475	17.786	0.01	-0.003	-0.005
Si	28.677	-6.753	17.705	0.016	0.009	-0.006
Si	31.36	-3.994	17.738	-0.014	-0.021	0.011
Si	34.085	-1.268	17.762	0.013	0.021	0.015
Si	36.759	1.427	17.755	-0.031	-0.018	0.006
Si	34.053	4.136	17.793	0.007	-0.001	0.002
Si	36.744	-9.479	17.689	0.029	-0.014	-0.002
Si	34.048	-6.702	17.722	0	-0.014	-0.004
Si	36.774	-4.039	17.808	0.029	-0.006	0.017
Si	-25.789	-1.315	17.698	0.006	0.004	-0.011
Si	-23.039	1.431	17.681	-0.016	-0.003	-0.011
Si	-25.775	4.158	17.68	0.001	0.014	-0.01
Si	-23.094	-9.504	17.755	-0.025	0.027	0
Si	-25.768	-6.754	17.757	0.008	0.005	0.005
Si	-23.063	-4.036	17.698	-0.025	-0.01	-0.006
Si	-20.341	-1.346	17.705	-0.003	0.012	-0.003
Si	-17.638	1.397	17.704	0.019	0	-0.002
Si	-20.34	4.135	17.731	0.005	0.007	-0.008
Si	-17.67	-9.493	17.678	0.022	-0.011	0
Si	-20.37	-6.779	17.701	0.014	-0.016	0
Si	-17.663	-4.068	17.686	0.014	-0.002	0.003
Si	-14.943	-1.364	17.677	-0.002	-0.015	0
Si	-12.235	1.33	17.593	-0.008	0.012	-0.015
Si	-14.937	4.043	17.602	0.002	-0.003	-0.013
Si	-12.189	-9.525	17.643	-0.001	0.005	0.003
Si	-14.92	-6.819	17.683	0.026	-0.001	0
Si	-12.235	-4.088	17.665	-0.019	-0.004	-0.017
Si	-9.501	-1.415	17.664	-0.009	0.003	-0.004
Si	-6.855	1.256	17.611	-0.02	-0.014	0
Si	-9.575	3.963	17.508	-0.025	-0.017	-0.017
Si	-6.917	6.698	17.409	-0.034	-0.01	-0.005
Si	-9.529	-6.835	17.593	0.008	-0.011	-0.016
Si	-6.813	-4.139	17.684	0.041	-0.008	0.009
Si	-4.176	-1.468	17.656	-0.006	0.007	-0.005
Si	-1.471	1.237	17.706	0.027	0.006	0.047
Si	-4.189	3.965	17.527	-0.023	0.006	-0.004
Si	-1.445	6.72	17.54	-0.019	0.028	0.013
Si	-4.168	9.472	17.376	-0.035	-0.001	-0.012
Si	-1.405	-4.088	17.488	0.029	0.027	-0.005
Si	2.56	-0.089	19.058	0.001	-0.003	0.016
Si	5.154	2.657	19.018	0.05	0.026	0.007
Si	2.465	5.338	19.022	-0.039	0.022	-0.017
Si	5.163	8.127	18.992	-0.007	-0.031	-0.036
Si	2.623	-5.557	18.998	-0.005	0.022	0.029
Si	5.28	-2.864	19.074	0.045	0.028	0.023
Si	8.083	-0.08	18.911	0.028	-0.049	0.046
Si	10.838	2.654	18.968	0.043	-0.058	-0.005
Si	7.935	5.345	18.816	-0.007	0.025	-0.012
Si	10.756	-8.253	18.975	0.08	0.018	0.063
Si	8.088	-5.494	19.224	-0.024	-0.026	0.041
Si	10.786	-2.831	19.26	0.014	0.037	0.024
Si	13.458	-0.183	19.08	-0.002	0.046	0.035
Si	16.287	2.627	18.997	0.036	-0.025	-0.01
Si	13.607	5.396	19.141	-0.046	-0.022	-0.015
Si	16.354	-8.238	19.13	-0.015	-0.029	0.008
Si	13.559	-5.461	18.939	-0.095	-0.007	-0.035
Si	16.425	-2.613	19.075	-0.015	-0.008	0.068
Si	19.046	0	19.183	-0.024	-0.038	0.036
Si	21.776	2.776	19.145	0.043	0.036	0.027
Si	19.095	5.516	19.095	-0.016	0.021	0.021
Si	21.799	-8.086	18.947	-0.047	0.01	0.029
Si	19.055	-5.424	18.901	0.035	0.008	0.036
Si	21.85	-2.654	18.738	0.014	-0.009	-0.042
Si	24.615	0.174	18.891	-0.05	-0.024	0.022
Si	27.318	2.806	19.08	-0.034	-0.014	0.012
Si	24.598	5.513	19.05	0.01	-0.005	0.016
Si	27.316	-8.084	19.09	0.004	-0.009	0.004
Si	24.624	-5.396	18.913	-0.008	-0.034	0.003
Si	27.299	-2.649	18.915	-0.014	0.022	0.013
Si	30.038	0.075	19.163	0.017	-0.018	0.013
Si	32.728	2.763	19.206	0.018	0.023	0.007
Si	30.015	5.473	19.196	0.005	0.002	0.049
Si	32.691	-8.043	19.095	-0.041	-0.017	-0.023
Si	30.028	-5.404	19.089	0.003	-0.014	0.013
Si	32.687	-2.594	19.108	0.007	0.04	0.016
Si	35.423	0.077	19.185	0.019	0.012	-0.001
Si	38.126	2.853	19.033	0.009	0.012	0.011
Si	35.379	5.559	19.128	-0.012	0.027	0.001
Si	38.132	-8.177	19.047	0.027	-0.007	-0.044
Si	35.361	-5.394	19.171	-0.018	0.015	0.054
Si	38.148	-2.624	19.133	0.001	-0.017	0.011
Si	-24.372	0.028	18.997	-0.006	0.01	-0.013
Si	-21.739	2.824	19.09	-0.009	0.005	-0.003
Si	-24.481	5.475	19.15	-0.013	-0.031	-0.002
Si	-21.689	-8.159	19.082	-0.013	-0.031	0.02
Si	-24.423	-5.334	19.107	-0.019	-0.009	-0.015
Si	-21.666	-2.738	19.08	0.042	-0.023	-0.014
Si	-19.022	0.065	19.057	0.012	0.01	0.026
Si	-16.237	2.741	19.068	-0.015	-0.004	-0.013
Si	-18.957	5.476	19.117	-0.007	-0.003	0.027
Si	-16.312	-8.145	19.039	-0.001	-0.002	-0.006
Si	-19.041	-5.392	19.071	-0.027	0.054	-0.028
Si	-16.266	-2.75	19.047	0.004	0.02	0.013
Si	-13.585	0.044	18.999	-0.022	0.023	-0.005
Si	-10.814	2.594	18.955	0.022	0	0.024
Si	-13.531	5.361	18.913	0.021	-0.009	-0.028
Si	-10.822	-8.15	19.032	-0.026	-0.028	0.004
Si	-13.518	-5.49	19.052	0.007	-0.005	0.001
Si	-10.877	-2.729	19.031	0.023	-0.018	0.03
Si	-8.102	-0.121	19.068	0.029	0.029	-0.015
Si	-5.49	2.605	18.937	0.012	0.003	0.012
Si	-8.258	5.364	18.788	0.036	0.043	0.045
Si	-5.538	8.085	18.633	-0.006	0.013	0.019
Si	-8.167	-5.543	18.997	0.017	-0.022	-0.023
Si	-5.467	-2.8	19.127	-0.013	-0.015	0.003
Si	-2.841	-0.161	19.059	-0.009	-0.023	0.043
Si	-0.124	2.609	19.085	0.027	0.028	0.016
Si	-2.869	5.375	18.82	0.025	0.009	-0.046
Si	-0.082	-8.257	18.914	0.034	-0.068	-0.011
Si	-2.83	-5.462	18.667	-0.005	0.023	0.052
Si	-0.035	-2.775	18.89	-0.022	-0.008	0.029
Si	1.195	1.195	20.517	-0.006	0.019	0
Si	3.706	3.957	20.446	0.02	-0.047	0.002
Si	1.186	6.755	20.413	-0.02	0.009	0.059
Si	3.911	-6.835	20.509	-0.008	-0.05	0.055
Si	1.254	-4.17	20.272	0.008	-0.043	-0.005
Si	3.913	-1.469	20.414	-0.016	0.037	0.01
Si	6.55	1.161	20.151	-0.069	-0.002	-0.082
Si	9.278	3.969	20.098	0.046	-0.012	0.037
Si	6.462	6.594	20.12	-0.07	-0.014	0.043
Si	9.441	-7.009	20.497	-0.003	0.018	-0.008
Si	6.646	-4.13	20.569	0.029	-0.007	0.047
Si	9.308	-1.36	20.476	-0.044	-0.037	0.077
Si	12.133	1.282	20.388	0.007	0.033	0.023
Si	14.997	3.96	20.429	0.007	0.047	0.069
Si	12.289	-9.388	20.363	0.297	0.188	-0.402
Si	15.004	-6.72	20.29	0.1	-0.004	0.001
Si	12.25	-4.297	20.529	-0.025	0.027	0.061
Si	14.884	-1.47	20.492	-0.042	-0.081	0.004
Si	17.532	1.304	20.519	-0.042	-0.057	0.073
Si	20.41	4.172	20.518	0.008	-0.021	-0.004
Si	17.745	-9.528	20.594	-0.005	0.041	0.044
Si	20.397	-6.744	20.278	0.01	-0.019	-0.018
Si	17.937	-3.956	20.345	0.06	0.068	0.002
Si	20.625	-1.41	20.285	0.026	0.029	0.145
Si	23.269	1.429	20.373	-0.051	-0.043	0.026
Si	25.992	4.193	20.442	0.022	0	-0.025
Si	23.203	-9.378	20.279	-0.008	0.005	-0.046
Si	25.941	-6.672	20.383	-0.044	0.008	-0.029
Si	23.209	-3.981	20.07	0.043	0.052	0.064
Si	25.953	-1.237	20.186	-0.057	0.003	-0.056
Si	28.639	1.437	20.49	-0.009	0.014	0.019
Si	31.342	4.068	20.614	-0.037	0.004	-0.026
Si	28.65	-9.423	20.517	-0.03	0.025	-0.045
Si	31.391	-6.717	20.544	0.021	-0.016	-0.019
Si	28.61	-3.996	20.296	0.026	-0.013	-0.032
Si	31.392	-1.266	20.597	-0.01	0.01	0.036
Si	34.096	1.427	20.626	-0.02	-0.014	0.004
Si	36.772	4.212	20.448	0.047	0.005	0.034
Si	34	-9.369	20.496	0.012	-0.012	0.002
Si	36.755	-6.887	20.397	0.001	-0.008	0.058
Si	33.988	-3.929	20.505	0.008	-0.024	0.026
Si	36.799	-1.277	20.551	-0.002	-0.031	0.023
Si	39.549	1.454	20.242	-0.017	-0.013	0.039
Si	-23.077	4.175	20.535	0.023	0.008	-0.011
Si	39.359	-9.551	20.531	-0.007	0.007	0.061
Si	-23.063	-6.77	20.382	-0.04	-0.002	0.018
Si	39.52	-3.947	20.519	0.099	-0.009	0.025
Si	-22.986	-1.322	20.369	-0.044	-0.021	0.039
Si	-20.382	1.472	20.43	0.025	-0.013	-0.002
Si	-17.53	4.125	20.466	-0.017	0.028	-0.011
Si	-20.315	-9.482	20.505	-0.031	0.021	-0.008
Si	-17.658	-6.713	20.404	0.013	-0.014	0.044
Si	-20.371	-4.09	20.557	0.004	-0.012	0.016
Si	-17.617	-1.315	20.346	-0.012	0.01	-0.034
Si	-14.855	1.411	20.456	0.024	0.005	-0.004
Si	-12.128	4.014	20.253	-0.056	0.011	0.022
Si	-14.901	-9.613	20.231	-0.008	-0.036	-0.004
Si	-12.135	-6.81	20.481	-0.058	0.006	-0.022
Si	-14.877	-4.142	20.4	-0.028	0.019	-0.019
Si	-12.202	-1.258	20.348	0.035	-0.006	-0.001
Si	-9.448	1.255	20.389	-0.049	0.031	0.005
Si	-6.852	4.084	20.127	0.05	0.04	0.019
Si	-9.448	6.73	20.284	0.025	0.007	0.01
Si	-6.754	9.304	20.189	-0.101	0.008	0.067
Si	-9.525	-4.174	20.331	-0.022	-0.007	0.056
Si	-6.801	-1.456	20.581	0.021	0.021	-0.013
Si	-4.246	1.206	20.394	-0.058	-0.024	0.042
Si	-1.609	4.045	20.231	0.029	0.03	0.04
Si	-4.226	6.813	20.045	0.005	-0.058	0.009
Si	-1.534	-6.818	19.99	-0.031	0.017	-0.053
Si	-4.029	-4.274	20.294	0.001	0.024	0.031
Si	-1.426	-1.58	20.339	-0.01	-0.002	-0.018
Si	-0.268	-0.176	21.815	-0.03	0.062	-0.009
Si	2.741	2.333	21.945	0.239	-0.148	-0.469
Si	-0.449	5.532	21.598	0	0.158	-0.747
Si	2.498	8.114	21.883	0.343	-0.287	-0.259
Si	-0.536	-5.228	21.339	0.061	-0.057	0.04
Si	2.549	-2.873	21.745	0.003	0.015	0.065
Si	5.595	-0.372	21.654	0.005	0.047	0.063
Si	7.801	2.666	21.339	-0.038	0.007	0.021
Si	5.05	5.438	21.642	0.013	-0.004	-0.019
Si	7.769	7.882	21.472	-0.055	0.033	-0.169
Si	5.357	-5.57	21.977	0.047	-0.039	-0.019
Si	7.391	-2.147	21.708	-0.124	0.055	-0.677
Si	10.537	0.198	21.767	-0.028	-0.02	0
Si	13.936	2.214	21.622	0.017	-0.045	0.054
Si	8.496	6.183	22.904	0.165	0.238	-0.155
Si	13.238	-7.586	21.546	-0.276	0.186	-0.516
Si	11.319	-6.159	21.758	0.036	0.022	0.097
Si	14.262	-3.564	21.604	0.103	0.132	-0.616
Si	15.627	0.396	21.763	0.009	0.056	0.01
Si	18.561	3.101	21.643	0.065	0.039	0.081
Si	16.852	4.797	21.644	0.175	-0.016	-0.561
Si	19.078	-7.957	21.876	0.014	0.042	0.063
Si	16.191	-5.043	21.419	-0.31	0.132	-0.464
Si	20.001	-3.294	21.536	-0.013	-0.142	-0.611
Si	22.463	-0.529	21.456	0.17	-0.122	-0.64
Si	24.573	2.869	21.745	-0.02	0.022	-0.025
Si	21.837	5.705	21.711	-0.025	-0.014	0.022
Si	24.477	-7.96	21.67	0.012	0.019	-0.006
Si	21.659	-5.105	21.369	-0.01	-0.048	0.045
Si	24.194	-2.253	21.306	-0.263	0.201	-0.474
Si	27.265	-0.027	21.709	0.007	-0.031	0.026
Si	29.917	2.711	22.027	-0.016	0.069	-0.01
Si	27.272	5.573	21.911	0.011	0	0.001
Si	29.987	-8.057	21.913	-0.029	0.024	0.011
Si	27.19	-5.185	21.718	-0.006	0.042	0.117
Si	29.929	-2.746	21.749	0.06	0.014	0.05
Si	31.131	1.205	23.462	-0.244	-0.387	-0.375
Si	35.495	2.877	21.885	-0.015	-0.024	0.071
Si	32.669	5.574	21.881	-0.006	-0.017	-0.033
Si	35.431	-8.146	21.942	-0.09	0.001	-0.03
Si	32.684	-5.287	21.948	-0.052	0.057	-0.018
Si	35.378	-2.612	21.924	0.024	-0.003	0.055
Si	38.229	0.213	21.696	-0.013	-0.012	0.001
Si	40.838	2.704	21.752	0.063	-0.065	0.071
Si	37.995	5.464	22.06	-0.033	-0.034	0.052
Si	40.641	-7.974	21.651	-0.286	0.229	-0.433
Si	37.99	-5.359	21.636	-0.022	0.012	-0.022
Si	40.908	-2.49	21.864	-0.338	0.163	-0.376
Si	-21.714	0.07	21.787	0.034	0.008	-0.018
Si	-18.953	2.806	21.766	-0.027	-0.018	0.034
Si	-21.685	5.519	21.923	-0.004	0.038	0.073
Si	-18.911	-8.106	21.829	0.02	-0.025	0.002
Si	-21.673	-5.611	21.914	0.039	0.035	0.043
Si	-18.948	-2.623	21.777	0.019	0	0.025
Si	-16.254	0.027	21.738	-0.042	-0.005	0.027
Si	-13.386	2.75	21.777	-0.02	0.008	0.07
Si	-16.086	5.435	21.827	0.022	-0.03	0.063
Si	-13.581	-8.277	21.592	0.018	0.02	0.044
Si	-16.257	-5.439	21.83	0.041	-0.003	0.032
Si	-13.523	-2.674	21.635	-0.117	-0.016	0.012
Si	-10.795	-0.056	21.855	0.02	-0.001	-0.023
Si	-8.125	2.806	21.574	-0.02	-0.018	-0.017
Si	-10.861	5.444	21.617	-0.025	0.039	0.034
Si	-7.582	7.507	21.484	0.023	-0.013	-0.012
Si	-10.797	-5.404	21.882	0.039	-0.004	0.083
Si	-8.223	-2.904	21.791	-0.016	-0.096	0.029
Si	-5.547	-0.022	22.027	-0.299	0.37	-0.304
Si	-2.961	2.724	21.605	-0.03	-0.012	0.059
Si	-5.844	5.794	21.361	-0.23	0.212	-0.418
Si	-3.262	-7.756	21.218	0.006	0.001	0.063
Si	-4.949	-6.112	21.371	-0.032	0.056	0.058
Si	-2.173	-3.504	21.523	-0.087	0.059	-0.029
Si	0.989	-1.718	23.086	-0.038	0.091	-0.64
Si	4.59	1.335	23.125	0.047	-0.188	-0.534
Si	0.544	3.421	23.707	-0.114	-0.07	-0.089
Si	4.318	7.151	23.142	-0.068	0.099	0.081
Si	0.055	-6.516	23.193	-0.215	0.271	-0.483
Si	3.975	-4.109	23.202	0.082	0.04	-0.693
Si	7.742	-1.178	24.419	0.635	-0.142	0.504
Si	8.831	1.368	22.924	0.237	0.067	-0.619
Si	6.411	3.897	22.688	-0.121	0.141	-0.472
Si	10.23	5.145	21.823	-0.662	0.147	-0.324
Si	6.191	8.713	23.018	-0.251	0.117	-0.377
Si	9.626	-1.206	25.756	-0.606	0.026	-0.485
Si	13.483	-2.648	24.27	-0.011	0.004	0.108
Si	13.168	2.181	23.827	0.066	0.193	-0.716
Si	10.492	3.432	24.181	-0.104	-0.005	0.069
Si	14.471	-8.186	24.411	-0.03	0.017	-0.058
Si	11.278	-3.886	25.844	0.128	0.018	-0.032
Si	11.683	-0.411	23.662	-0.445	0.061	-0.546
Si	15.853	-0.586	23.924	-0.172	0.229	-0.699
Si	19.038	2.942	23.942	-0.353	-0.089	-0.565
Si	16.458	5.875	24.439	0.03	-0.219	0.024
Si	20.895	-8.887	23.057	-0.2	-0.154	-0.731
Si	18.189	-6.331	23.407	0.104	-0.461	-0.519
Si	18.01	-1.906	25.175	0.086	-0.027	-0.095
Si	23.2	0.095	24.191	-0.09	0.125	-0.101
Si	25.776	1.26	22.944	0.057	0.167	-0.627
Si	23.432	4.569	22.969	-0.045	-0.167	-0.653
Si	25.628	-9.516	23.113	0.352	0.471	-0.072
Si	22.962	-6.511	22.847	0.355	0.416	-0.072
Si	26.106	-3.669	23.227	0.242	-0.288	-0.534
Si	28.416	-1.574	23.115	0.376	0.391	-0.122
Si	32.747	0.101	22.076	-0.046	-0.032	0.107
Si	28.835	4.429	23.338	-0.196	-0.252	-0.662
Si	31.108	-9.643	23.325	0.388	0.385	-0.059
Si	28.661	-6.459	23.065	-0.048	-0.009	-0.652
Si	30.908	-4.3	23.276	0.426	0.374	-0.18
Si	34.067	-1.361	23.448	0.006	0.179	-0.812
Si	37.36	1.931	23.011	-0.016	-0.097	-0.07
Si	34.41	4.583	23.114	0.242	0.162	-0.495
Si	36.1	-9.974	23.418	-0.03	-0.041	-0.011
Si	34.641	-6.148	22.967	-0.011	0.051	-0.004
Si	36.369	-4.446	22.982	-0.26	-0.07	-0.511
Si	39.975	-0.666	22.952	0.05	0.068	-0.031
Si	41.789	0.977	23.058	-0.22	-0.12	-0.522
Si	39.094	3.583	23.028	0.029	0.046	-0.058
Si	-22.543	7.001	23.571	0.325	-0.436	-0.424
Si	39.433	-6.517	22.993	-0.223	-0.13	-0.549
Si	-23.219	-4.753	23.433	0.409	-0.129	-0.356
Si	-20.07	-1.002	23.088	-0.077	-0.152	-0.704
Si	-17.829	1.193	23.02	0.09	0.116	-0.642
Si	-20.266	4.165	23.173	0.102	0.014	-0.659
Si	-17.075	-9.053	22.917	0.133	0.068	-0.597
Si	-20.395	-7.041	23.345	0.097	0.126	-0.693
Si	-17.328	-3.72	23.081	-0.109	-0.159	-0.757
Si	-15.06	-1.549	22.985	0.068	0.098	-0.629
Si	-11.706	1.71	23.132	-0.264	-0.172	-0.723
Si	-14.202	4.556	23.046	0.046	0.272	-0.694
Si	-12.582	6.384	22.912	-0.293	-0.269	-0.571
Si	-15.342	-7.393	22.832	-0.276	-0.003	-0.66
Si	-11.851	-3.581	22.978	0.046	-0.035	0.042
Si	-10.006	-1.961	23.083	-0.159	-0.124	-0.476
Si	-6.719	1.768	23.102	0.014	-0.349	-0.666
Si	-9.576	4.02	22.933	0.061	0.202	-0.712
Si	-7.858	-7.906	23.611	-0.348	0.167	-0.58
Si	-9.247	-5.955	23.627	-0.02	0.142	-0.085
Si	-7.461	-4.285	23.559	-0.193	-0.37	-0.527
Si	-3.526	-0.683	24.366	-0.104	0.077	-0.101
Si	-1.681	1.345	23.02	-0.082	-0.182	-0.708
Si	-4.363	3.812	23.136	0.286	-0.112	-0.547
Si	-2.237	-8.579	23.08	-0.278	0.297	-0.388
Si	-5.638	-5.849	23.562	-0.113	0.381	-0.5
Si	-1.663	-3.14	23.754	-0.139	-0.291	-0.511
Si	2.847	-0.235	25.276	0.102	0.022	0.018
Si	4.389	6.308	25.418	0.031	0.293	-0.553
Si	-5.064	7.853	-0.736	-0.122	0.089	0.191
Si	1.332	-7.25	27.185	-0.01	-0.005	-0.046
Si	1.958	-5.453	25.153	-0.031	0.103	0.026
Si	-3.296	-4.076	-5.109	0.025	0.084	-0.175
Si	1.403	3.138	-5.779	0.03	-0.065	-0.041
Si	9.165	5.424	26.167	-0.024	0.136	-0.097
Si	10.84	-6.34	24.118	0.202	-0.041	-0.646
Si	15.148	-1.554	-4.157	0.083	0.033	0.022
Si	8.523	7.833	24.495	0.072	-0.499	-0.238
Si	11.005	-2.128	-4.666	0.004	0.037	-0.108
Si	14.238	2.553	26.408	-0.106	0.053	0.077
Si	19.271	0.934	-3.606	-0.056	0.041	0.093
Si	6.473	-7.113	-2.7	0.168	0.128	-0.008
Si	16.4	-3.475	26.878	-0.053	-0.08	0.082
Si	14.294	-4.59	-4.455	0.079	-0.023	-0.015
Si	21.819	2.722	24.897	-0.023	-0.045	-0.086
Si	24.149	2.075	-2.254	0.407	0.083	0.376
Si	27.462	2.552	25.36	0.006	0.048	-0.07
Si	16.431	-6.198	25.734	0.088	-0.107	0.004
Si	19.362	5.868	25.044	-0.095	-0.095	-0.021
Si	28.987	0.067	26.538	0.29	-0.238	-0.417
Si	23.527	-1.413	26.783	0.046	0.165	0.075
Si	22.326	-4.264	26.471	-0.019	-0.018	-0.134
Si	23.605	3.212	-4.988	-0.054	0.014	-0.033
Si	26.188	4.238	-5.574	0.14	-0.138	-0.135
Si	28.457	-6.197	-1.772	0.115	0.051	0.041
Si	26.456	-8.02	24.8	-0.144	-0.446	-0.491
Si	30.446	3.085	-3.855	-0.026	0.034	0.032
Si	30.104	-0.746	24.65	0.066	-0.068	-0.186
Si	32.036	5.726	-3.443	0.505	0.133	-0.432
Si	28.159	3.718	-1.835	-0.673	-0.366	0.126
Si	32.267	-8.827	25.29	-0.331	-0.2	-0.568
Si	28.023	-6.134	-5.606	-0.094	0.102	0.056
Si	-32.424	-1.254	-5.344	-0.27	-0.557	0.171
Si	-25.628	-5.943	-1.339	0.062	-0.159	0.169
Si	-30.012	7.045	25.649	0.306	-0.251	-0.436
Si	-31.435	5.643	-4.983	-0.42	-0.108	0.406
Si	-23.564	5.565	-0.726	-0.061	0.438	0.516
Si	31.157	-6.057	-5.46	-0.016	0.053	0.068
Si	-27.603	1.562	25.296	-0.062	0.175	-0.663
Si	-31.096	-6.581	25.157	0.204	0.121	-0.545
Si	-30.011	2.794	-4.589	0.026	0.048	-0.056
Si	-20.714	-2.304	25.868	-0.066	0.013	0.005
Si	-17.093	-5.711	27.347	0.044	0.186	-0.004
Si	-21.087	-5.873	-0.34	0.028	-0.124	0.649
Si	-19.622	1.739	27.125	-0.029	-0.122	-0.107
Si	-22.367	0.732	-1.707	0.084	-0.074	-0.053
Si	-19.202	-4.879	25.37	-0.03	-0.102	-0.114
Si	-18.299	5.702	25.135	-0.018	0.005	-0.024
Si	-14.61	7.826	-5.127	0.027	-0.026	0.001
Si	-23.654	-2.203	26.969	0.013	-0.047	-0.068
Si	-19.616	1.273	-2.587	0.031	0.051	0.018
Si	-12.116	-3.816	-3.745	0.005	0.053	-0.027
Si	-13.815	2.021	-2.964	-0.063	-0.044	0.081
Si	-17.731	-8.056	-5.24	-0.025	0.124	-0.041
Si	-11.317	7.28	25.757	0.007	0.03	-0.222
Si	-12.832	-6.109	-5.566	-0.098	0.032	-0.107
Si	-17.142	2.901	25.571	-0.057	-0.065	-0.029
Si	-7.441	0.892	25.91	-0.062	0.079	0.068
Si	-4.787	2.224	27.265	-0.049	-0.01	-0.142
Si	-13.895	-1.193	25.781	0.014	-0.041	-0.128
Si	-8.657	5.862	25.354	-0.016	0.039	-0.15
Si	-6.787	7.782	-5.27	-0.047	0.061	-0.025
Si	-3.82	6.993	25.676	0.066	-0.616	0.174
Si	-4.311	7.634	-3.584	0.115	0.061	0.064
Si	-0.354	5.067	26.174	-0.184	0.051	-0.078
Si	-0.268	5.951	-0.305	-0.269	0.254	0.436
Si	-3.372	4.649	25.93	-0.131	0.663	-0.006
Si	2.379	-0.853	-2.964	0.092	0.043	-0.037
Si	-2.663	-6.147	-3.354	0.013	0.049	0.09
Si	-2.613	0.834	-4.171	0.033	-0.177	0.128
Si	7.396	4.395	-5.03	0.015	-0.05	0.026
Si	2.094	6.068	27.459	0.002	-0.043	-0.156
Si	2.744	4.498	-3.541	0.095	-0.062	-0.032
Si	2.822	-2.43	-5.416	0.037	-0.017	-0.114
Si	5.456	3.074	-3.231	-0.084	-0.036	0.072
Si	10.909	2.133	-2.344	0.051	-0.011	-0.019
Si	10.09	2.938	-5.264	0.053	0.027	0.03
Si	5.208	0.082	-2.78	0.397	0.132	0.547
Si	11.453	-7.804	-5.058	0.097	0.013	0.113
Si	5.092	-2.245	25.578	-0.019	-0.07	-0.001
Si	8.813	1.667	-0.266	0.177	-0.138	0.487
Si	13.01	2.893	-5.425	0.001	-0.004	-0.017
Si	14.525	4.275	-3.037	0.139	-0.054	-0.09
Si	10.272	7.154	-1.405	-0.041	-0.067	0.263
Si	12.711	0.332	-3.921	0.078	0.037	0.007
Si	8.901	-6.266	-4.131	-0.035	-0.153	0.033
Si	16.878	1.616	25.97	0.095	0.103	-0.102
Si	15.91	-0.116	-0.599	0.068	-0.028	0.13
Si	19.537	7.222	-5.332	-0.081	-0.057	0.003
Si	11.266	-6.281	-0.757	0.051	-0.045	0.099
Si	19.438	-6.727	-3.464	0.074	0.023	-0.013
Si	16.11	5.668	27.292	0.039	-0.04	0.037
Si	22.735	-2.975	-4.013	0.118	0.006	0.061
Si	19.055	0.021	27.02	0.009	0.006	0.083
Si	18.79	3.377	-0.35	0.106	0.155	-0.027
Si	16.962	-5.703	-5.129	0.086	0.035	-0.062
Si	20.109	-3.977	-2.885	0.063	-0.042	-0.031
Si	24.437	-0.948	-2.176	-0.025	-0.177	0.182
Si	24.348	-5.723	24.662	-0.442	-0.029	-0.711
Si	-32.231	2.789	25.307	0.025	0.091	-0.003
Si	-31.954	5.553	-0.604	0.022	0.15	0.059
Si	26.35	-7.406	-3.403	-0.026	0.091	-0.058
Si	26.215	5.8	-2.89	0.119	-0.061	0.207
Si	31.909	-2.708	-1.526	0.007	-0.034	0.139
Si	32.3	-3.415	-4.442	-0.011	0.593	-0.182
Si	29.633	-0.54	-0.924	-0.052	-0.037	0.102
Si	-26.379	4.543	-1.424	-0.066	0.043	0.109
Si	31.579	-2.697	24.911	-0.746	0.124	-0.242
Si	-25.946	3.846	25.357	-0.031	-0.113	-0.58
Si	-28.808	6.346	-0.726	0.181	0.406	0.308
Si	-28.416	-5.249	-1.661	-0.124	0.076	0.15
Si	-27.888	-3.361	25.772	-0.023	-0.073	-0.037
Si	-23.624	3.902	27.201	0.016	-0.006	-0.012
Si	-30.296	0.367	25.821	-0.05	-0.132	-0.071
Si	-24.478	6.335	25.948	-0.008	0.096	-0.124
Si	-27.039	-3.329	-5.583	-0.013	0.052	-0.068
Si	-25.874	-7.185	25.956	-0.066	-0.074	-0.084
Si	-32.406	1.192	-3.315	0.029	-0.039	-0.15
Si	-18.311	1.062	-5.311	-0.02	0.082	0.021
Si	-18.159	4.074	-1.978	0.108	-0.057	0.046
Si	-20.034	-3.826	-2.476	0.023	-0.12	0.065
Si	-23.45	-5.229	26.396	0.146	-0.054	-0.104
Si	-25.912	-0.959	25.142	0.017	0.038	-0.53
Si	-15.202	0.818	-5.282	-0.067	0.023	-0.004
Si	-12.186	1.284	26.239	0.519	0.084	0.261
Si	-14.74	-6.381	25.619	0.114	-0.118	0.031
Si	-16.382	-5.135	-1.045	-0.022	0.15	0.07
Si	-14.365	-1.942	-4.3	-0.053	-0.111	0.025
Si	-12.745	-4.031	25.11	0.223	0.224	-0.586
Si	-8.458	5.684	-3.982	-0.132	-0.016	0.077
Si	-8.192	-2.021	25.541	-0.17	-0.028	-0.148
Si	-6.186	-8.08	27.206	0.073	-0.035	-0.192
Si	-10.707	-6.532	-1.043	0.295	0.218	0.536
Si	-9.286	-4.315	-2.896	-0.021	-0.138	-0.003
Si	-1.06	0.914	-1.536	-0.062	-0.039	-0.018
Si	-5.587	1.087	-3.305	0.052	-0.052	-0.074
Si	-1.537	3.511	-5.293	0.01	0.059	-0.106
Si	2.482	7.553	-3.168	0.045	-0.039	-0.075
Si	-10.381	-5.944	25.674	0.296	-0.065	-0.744
Si	-7.698	-3.776	-5.486	0.091	-0.056	0.057
Si	-2.171	-2.964	-0.4	0.068	-0.013	0.073
Si	0.601	-1.626	-0.745	0.394	-0.085	0.638
Si	-1.747	5.882	-3.136	-0.021	-0.017	0.153
Si	-1.192	7.72	26.796	-0.001	0.042	-0.218
Si	2.469	7.603	-0.403	-0.049	-0.14	0.133
Si	-3.408	-4.833	25.474	0.122	-0.137	-0.096
Si	5.886	10.656	-0.138	0.265	-0.356	0.565
Si	1.24	2.026	-3.035	0.023	0.018	-0.065
Si	6.228	4.384	26.584	-0.084	0.038	-0.025
Si	7.032	4.066	-0.649	-0.369	0.074	0.526
Si	7.63	6.418	-2.565	0.062	-0.079	0.072
Si	6.416	-7.231	-5.475	0.02	0.194	-0.045
Si	8.363	-3.191	-3.988	-0.09	-0.015	0.135
Si	5.821	0.437	-0.571	-0.169	-0.043	-0.528
Si	19.931	-3.957	24.349	0.074	-0.01	-0.029
Si	5.883	-1.757	-5.1	-0.05	0.128	0.005
Si	14.088	6.776	-4.807	-0.233	-0.045	0.062
Si	8.081	-3.432	-0.8	0.63	-0.3	0.208
Si	12.251	-4.106	-2.559	0.087	-0.024	0.146
Si	16.837	2.124	-2.351	-0.136	0.143	0.007
Si	20.784	-5.012	-0.196	-0.196	-0.504	0.455
Si	12.175	4.798	-1.234	-0.069	0.045	-0.054
Si	12.475	-7.979	26.355	-0.098	-0.068	0.043
Si	13.682	-2.276	-0.39	-0.008	0.008	0.211
Si	18.086	-1.847	-3.829	-0.049	0.016	0.066
Si	21.122	2.127	-1.357	0.01	-0.044	0.095
Si	26.123	2.622	-1.039	-0.003	0.381	-0.155
Si	19.635	-7.141	-0.394	0.681	0.583	0.318
Si	23.805	-5.296	-1.126	0.062	0.287	-0.617
Si	21.267	4.741	-5.721	-0.09	0.088	0.059
Si	24.63	-5.056	-3.261	-0.252	-0.083	0.619
Si	27.437	-0.864	-3.088	-0.056	-0.074	-0.013
Si	-30.229	-4.343	27.108	0.073	0.025	0.002
Si	27	1.283	-5.489	-0.009	0.007	0.11
Si	25.2	4.638	-0.402	0.424	-0.504	0.049
Si	27.536	-3.94	-3.539	-0.018	-0.05	0.113
Si	-31.882	-6.815	-1.159	0.102	0.099	0.569
Si	-30.735	-5.218	-3.476	-0.026	-0.121	0.143
Si	-29.341	-8.061	-1.882	0.23	-0.467	0.202
Si	31.045	-7.61	-2.816	-0.01	-0.055	0.087
Si	-31.322	-0.631	-1.101	0.127	0.001	-0.013
Si	-22.954	-6.758	-2.772	0.076	0.091	0.071
Si	-21.833	2.306	25.268	-0.152	-0.076	0.013
Si	-25.034	-2.827	-3.361	0.068	-0.067	0.716
Si	-27.213	2.109	-3.12	-0.141	-0.005	-0.005
Si	-29.815	-7.875	-4.789	0.099	0.041	0.026
Si	-22.41	-4.275	-4.36	0.01	-0.071	-0.076
Si	-28.396	0.435	-0.624	-0.28	0.415	0.538
Si	-24.611	-3.255	-1.023	-0.124	0.066	-0.554
Si	-24.673	0.336	-3.726	-0.097	0.007	-0.056
Si	-19.459	5.979	-4.021	-0.054	0.024	-0.085
Si	-22.346	6.592	-3.338	-0.027	-0.063	0.027
Si	-17.677	-5.342	-3.86	-0.049	-0.032	0.128
Si	-20.177	-1.138	-1.008	-0.008	-0.154	0.586
Si	-13.837	-0.776	-1.603	0.04	0.091	0.025
Si	-13.198	-4.781	-1.057	0.036	-0.084	0.105
Si	-15.149	4.49	-1.668	0.154	0.619	-0.111
Si	-14.439	6.63	-2.3	-0.281	-0.603	0.372
Si	-16	-7.951	-0.285	0.463	0.024	0.362
Si	-14.371	3.533	26.124	0.02	-0.051	-0.113
Si	-6.035	-0.107	-0.624	-0.166	-0.074	0.173
Si	-10.973	-0.049	-0.984	0.107	-0.106	0.117
Si	-10.722	2.123	-3.111	0.105	-0.079	0.046
Si	-11.754	6.99	-0.784	-0.305	0.221	0.661
Si	-9.853	4.651	-1.43	0.082	-0.03	-0.017
Si	-9.669	3.519	-5.691	-0.554	-0.054	-0.432
Si	-6.999	-3.048	-1.136	0.09	-0.186	0.677
Si	-0.384	-7.755	-3.655	-0.029	0.134	0.156
Si	-6.711	-0.823	-5.317	-0.039	-0.115	-0.124
Si	-5.854	4.079	-3.486	0.084	-0.055	0.112
Si	-4.211	-3.767	-2.469	-0.024	-0.094	-0.082
Si	-4.921	4.993	-0.576	0.001	-0.11	0.077
Si	-4.39	-2.283	26.697	0.131	0.119	0.051
Si	1.319	-1.435	6.79	0.006	0.011	0.016
Si	4.015	1.233	6.805	-0.007	0.011	0.006
Si	1.313	3.918	6.809	0.021	-0.004	-0.014
Si	4.004	6.725	6.862	0.016	0.02	0.007
Si	1.321	9.431	6.841	0.006	-0.033	0.005
Si	3.988	-4.128	6.829	-0.001	-0.019	0.004
Si	6.736	-1.416	6.802	-0.011	0.002	-0.021
Si	9.416	1.32	6.834	-0.032	-0.011	-0.013
Si	6.706	3.999	6.886	0.021	-0.021	0.011
Si	9.439	6.751	6.913	0.005	-0.004	-0.002
Si	6.744	-6.87	6.892	0.012	-0.005	0.001
Si	9.468	-4.125	6.901	0.007	0	0.023
Si	12.186	-1.385	6.889	-0.009	-0.015	-0.013
Si	14.957	1.397	6.921	0.011	-0.001	0.012
Si	12.154	4.097	6.943	-0.011	0.017	0.005
Si	14.862	6.844	7.021	-0.019	0.006	-0.014
Si	12.184	-6.766	6.947	-0.002	0.01	-0.011
Si	14.884	-3.966	6.968	-0.02	-0.001	0.032
Si	17.665	-1.208	6.883	-0.021	0.005	-0.004
Si	20.445	1.416	6.87	0.008	-0.006	0.003
Si	17.707	4.109	6.96	0.023	0.016	-0.014
Si	20.417	6.873	7.005	0.029	-0.005	0.015
Si	17.616	-6.637	7.119	-0.036	0.022	0.013
Si	20.405	-4.004	6.904	-0.019	-0.029	-0.004
Si	23.15	-1.322	6.817	-0.037	-0.009	-0.022
Si	25.87	1.378	6.844	0.021	-0.004	0.014
Si	23.186	4.08	6.95	-0.021	-0.039	0.031
Si	25.92	6.843	6.776	0	-0.032	-0.03
Si	23.174	-6.692	6.852	-0.007	-0.016	-0.009
Si	25.906	-4.059	6.756	0.013	-0.01	0.001
Si	28.612	-1.342	6.793	-0.016	0.015	-0.008
Si	31.353	1.395	6.823	0.025	0.026	0.01
Si	28.622	4.165	6.828	-0.007	-0.003	-0.005
Si	31.384	6.844	6.764	0.003	-0.005	0.005
Si	28.63	-6.791	6.738	-0.005	0	-0.023
Si	31.38	-4.032	6.797	0.01	0.012	0.026
Si	34.099	-1.386	6.784	0.006	-0.015	0.001
Si	-28.489	1.345	6.806	-0.02	-0.018	-0.004
Si	34.039	4.149	6.817	-0.021	0.019	-0.007
Si	-28.521	6.874	6.759	-0.014	-0.009	0.018
Si	34.109	-6.763	6.755	0.009	-0.01	0.026
Si	-28.422	-4.081	6.666	0.006	-0.04	-0.008
Si	-25.714	-1.399	6.677	0.013	-0.008	-0.015
Si	-23.105	1.351	6.699	-0.007	0.003	-0.027
Si	-25.838	4.128	6.857	-0.007	0.002	0.013
Si	-23.087	6.791	6.705	-0.002	0.014	-0.006
Si	-25.785	-6.744	6.64	-0.042	-0.016	-0.01
Si	-23.096	-4.066	6.629	-0.012	-0.002	-0.009
Si	-20.391	-1.379	6.698	0.017	-0.001	0.009
Si	-17.735	1.375	6.676	-0.004	0.015	-0.012
Si	-20.41	4.048	6.671	0.029	0.006	0.002
Si	-17.725	6.826	6.726	0.001	0.025	-0.024
Si	-20.395	-6.807	6.72	0.031	-0.015	-0.019
Si	-17.687	-4.07	6.78	-0.016	0.003	0.032
Si	-14.958	-1.386	6.721	0.003	-0.02	-0.01
Si	-12.255	1.351	6.75	-0.024	0.014	0.009
Si	-14.92	4.033	6.794	0.002	-0.026	0.035
Si	-12.257	6.775	6.751	0.002	-0.036	0.018
Si	-14.991	-6.797	6.726	-0.007	0.014	-0.003
Si	-12.282	-4.075	6.696	-0.009	0.01	0.016
Si	-9.567	-1.402	6.705	0.01	0	0.005
Si	-6.874	1.322	6.736	0.02	0.051	0.001
Si	-9.541	4.076	6.679	0.002	-0.013	-0.008
Si	-6.878	6.797	6.677	-0.024	0.017	-0.026
Si	-9.528	-6.84	6.667	0.021	-0.029	-0.015
Si	-6.818	-4.161	6.68	-0.015	-0.006	-0.008
Si	-4.098	-1.478	6.686	0.023	-0.039	-0.032
Si	-1.4	1.247	6.707	0.018	0.005	-0.017
Si	-4.128	3.995	6.816	0.029	-0.017	0.018
Si	-1.384	6.67	6.852	-0.021	-0.008	0.021
Si	-4.172	-6.884	6.708	0	0.008	-0.012
Si	-1.472	-4.138	6.748	-0.013	0.014	-0.02
Si	2.664	-0.102	8.176	0.002	-0.007	0.004
Si	5.34	2.622	8.194	-0.015	-0.001	-0.005
Si	2.652	5.319	8.168	0.007	0.001	-0.007
Si	5.379	-8.244	8.219	0.005	-0.01	0.001
Si	2.653	-5.501	8.187	-0.016	0.004	-0.004
Si	5.382	-2.783	8.169	0.001	0.025	0.001
Si	8.07	-0.046	8.195	-0.004	0	0.002
Si	10.798	2.667	8.226	0.023	-0.012	-0.016
Si	8.084	5.364	8.241	-0.018	0.009	-0.01
Si	10.816	-8.184	8.254	-0.01	0.004	-0.01
Si	8.11	-5.504	8.236	0.011	-0.008	-0.002
Si	10.827	-2.747	8.246	-0.02	0.007	0.001
Si	13.565	-0.002	8.231	0.021	-0.001	-0.013
Si	16.316	2.747	8.288	0.011	-0.002	0.007
Si	13.505	5.453	8.325	0	0.006	0.003
Si	16.249	-8.102	8.347	0.017	-0.011	-0.009
Si	13.546	-5.395	8.293	0.009	-0.006	0.003
Si	16.31	-2.608	8.254	0.005	-0.008	-0.012
Si	19.065	0.083	8.251	0.022	0.006	-0.007
Si	21.791	2.747	8.269	-0.008	-0.01	0.004
Si	19.047	5.486	8.314	0.008	0.008	0.006
Si	21.843	-8.075	8.256	-0.016	0.013	-0.019
Si	19.065	-5.308	8.351	0.01	0.007	0.015
Si	21.797	-2.65	8.226	-0.001	-0.009	0.004
Si	24.513	0.028	8.201	0.002	-0.017	0.006
Si	27.268	2.762	8.165	0.005	-0.01	-0.006
Si	24.588	5.487	8.199	0.004	0	-0.014
Si	27.269	-8.108	8.146	-0.013	0.007	-0.004
Si	24.553	-5.359	8.194	-0.015	0.021	0.007
Si	27.259	-2.699	8.149	-0.02	0.006	0.007
Si	29.975	0.032	8.159	-0.009	0.022	0.001
Si	32.701	2.771	8.179	-0.004	-0.011	0.003
Si	30.003	5.52	8.161	-0.005	-0.001	0.002
Si	32.744	-8.117	8.131	0.022	-0.029	-0.002
Si	29.996	-5.419	8.114	0.005	0.003	-0.012
Si	32.738	-2.702	8.173	0.019	0.004	0.015
Si	-29.854	0.003	8.156	0.001	-0.004	0.012
Si	-27.164	2.725	8.181	-0.011	0.014	0.012
Si	-29.859	5.508	8.151	0.003	0.004	0.016
Si	-27.125	-8.089	8.08	0.011	-0.012	-0.004
Si	-29.8	-5.397	8.092	0	0.009	-0.003
Si	-27.098	-2.719	8.068	-0.009	0.015	-0.007
Si	-24.427	-0.011	8.091	-0.003	0.008	0.006
Si	-21.746	2.707	8.075	-0.01	0.003	0.002
Si	-24.441	5.491	8.141	-0.002	0.008	0.012
Si	-21.742	-8.169	8.088	-0.003	-0.004	-0.007
Si	-24.447	-5.398	8.045	0.013	0.003	-0.005
Si	-21.758	-2.727	8.059	0.004	-0.007	-0.007
Si	-19.051	-0.002	8.071	-0.001	0.02	-0.006
Si	-16.355	2.691	8.086	0.015	-0.01	-0.009
Si	-19.071	5.432	8.062	-0.02	-0.015	-0.003
Si	-16.363	-8.144	8.092	-0.01	0.015	0.01
Si	-19.046	-5.456	8.107	0.018	0.007	0.011
Si	-16.325	-2.707	8.115	-0.019	0.005	0.011
Si	-13.626	-0.015	8.093	0.01	0.003	0.001
Si	-10.888	2.715	8.077	0.002	-0.005	-0.002
Si	-13.601	5.423	8.132	-0.007	0.005	0.005
Si	-10.887	-8.176	8.069	-0.025	0.014	0.001
Si	-13.624	-5.445	8.072	0.015	-0.014	0.014
Si	-10.932	-2.737	8.073	0.003	0	0.019
Si	-8.229	-0.043	8.076	-0.007	0.003	0.002
Si	-5.505	2.634	8.119	0.016	0.01	0.014
Si	-8.208	5.422	8.061	0.006	0.006	-0.006
Si	-5.528	-8.21	8.084	0.02	-0.014	0.005
Si	-8.195	-5.491	8.053	-0.004	0.014	0.006
Si	-5.468	-2.815	8.055	-0.004	0.008	0.002
Si	-2.761	-0.108	8.063	-0.007	0.01	-0.002
Si	-0.079	2.59	8.132	-0.012	0.008	-0.002
Si	-2.786	5.35	8.171	0.01	0.002	0.014
Si	-0.045	8.068	8.174	0.014	-0.015	0.004
Si	-2.82	-5.517	8.086	-0.004	0.005	-0.002
Si	-0.074	-2.803	8.107	0.003	0	-0.008
Si	1.294	1.266	9.503	0.016	0.014	0.003
Si	4.007	3.992	9.551	0.012	-0.003	0.006
Si	1.304	6.699	9.514	-0.019	0.003	0.004
Si	4.023	-6.857	9.537	0.02	0.014	0.007
Si	1.269	-4.15	9.504	-0.003	-0.015	0.003
Si	4.017	-1.448	9.539	-0.021	0	0.003
Si	6.713	1.293	9.567	-0.013	-0.001	-0.004
Si	9.451	4.022	9.605	0.001	0.012	-0.001
Si	6.726	6.721	9.589	0.006	-0.004	0.011
Si	9.452	-6.85	9.613	-0.02	-0.003	0.002
Si	6.743	-4.125	9.549	0.019	-0.005	-0.002
Si	9.453	-1.378	9.567	0.032	0.002	0.003
Si	12.188	1.34	9.588	-0.014	-0.003	0.01
Si	14.921	4.091	9.629	-0.016	-0.005	0
Si	12.156	6.807	9.661	0.019	0.004	0.011
Si	14.891	-6.751	9.675	0.006	0.014	0.014
Si	12.168	-4.08	9.64	-0.011	0.001	0.009
Si	14.923	-1.32	9.629	0.004	-0.002	0.008
Si	17.692	1.403	9.633	0.012	0.004	-0.001
Si	20.435	4.118	9.623	0.02	0.008	0.01
Si	17.656	6.839	9.643	-0.011	-0.016	-0.001
Si	20.449	-6.734	9.619	-0.006	0.001	0.001
Si	17.661	-3.965	9.649	0.004	0.003	0.013
Si	20.421	-1.302	9.593	-0.021	-0.016	-0.003
Si	23.167	1.382	9.59	-0.031	-0.005	0.006
Si	25.935	4.125	9.554	-0.015	-0.01	-0.005
Si	23.212	6.852	9.562	-0.003	0.003	0.012
Si	25.917	-6.747	9.525	-0.017	-0.002	-0.002
Si	23.182	-4.01	9.568	0.03	0.013	-0.005
Si	25.911	-1.326	9.531	-0.002	-0.001	0.006
Si	28.632	1.405	9.528	-0.007	-0.003	0.003
Si	31.341	4.136	9.53	-0.009	-0.007	0.009
Si	28.643	6.873	9.523	0.01	-0.001	-0.001
Si	31.373	-6.755	9.493	-0.005	-0.014	0
Si	28.646	-4.051	9.497	-0.003	-0.016	-0.001
Si	31.371	-1.316	9.509	0.015	-0.004	-0.01
Si	-31.197	1.401	9.513	0.021	0.018	-0.006
Si	-28.51	4.124	9.517	-0.002	-0.004	0.003
Si	-31.207	6.853	9.528	-0.015	-0.006	0.006
Si	-28.475	-6.756	9.485	-0.004	0.003	-0.004
Si	-31.165	-4.062	9.501	-0.001	-0.004	-0.001
Si	-28.464	-1.363	9.473	-0.007	-0.002	-0.003
Si	-25.78	1.352	9.493	-0.002	-0.025	-0.001
Si	-23.087	4.086	9.464	0.006	-0.006	-0.006
Si	-25.797	6.863	9.485	0.003	0.009	-0.001
Si	-23.102	-6.776	9.432	-0.009	-0.014	-0.004
Si	-25.773	-4.061	9.47	0	0.004	-0.003
Si	-23.077	-1.359	9.467	0.001	0.016	0.004
Si	-20.394	1.36	9.456	-0.002	-0.008	0.005
Si	-17.699	4.084	9.435	0.019	0.018	-0.006
Si	-20.399	6.791	9.464	0.015	0.001	0.004
Si	-17.696	-6.8	9.484	-0.014	-0.013	0.007
Si	-20.407	-4.077	9.452	0	-0.007	-0.004
Si	-17.693	-1.346	9.461	0.023	0.001	0.008
Si	-15.004	1.327	9.454	-0.038	-0.032	0.001
Si	-12.258	4.044	9.465	-0.013	0.002	0.001
Si	-14.997	6.8	9.442	0.008	0.004	-0.001
Si	-12.267	-6.815	9.421	0.005	0.015	-0.003
Si	-14.975	-4.094	9.457	-0.009	-0.002	-0.004
Si	-12.272	-1.378	9.452	0.007	0.012	-0.002
Si	-9.564	1.326	9.443	0.005	0.017	-0.001
Si	-6.86	4.04	9.432	0.016	0.008	-0.009
Si	-9.567	6.761	9.439	-0.004	-0.01	-0.005
Si	-6.868	-6.846	9.445	0.006	-0.014	-0.008
Si	-9.572	-4.127	9.404	-0.01	-0.008	-0.004
Si	-6.851	-1.433	9.389	0.008	-0.001	-0.012
Si	-4.135	1.25	9.425	-0.021	0.002	0.002
Si	-1.427	3.968	9.484	-0.018	-0.002	-0.007
Si	-4.166	6.746	9.456	0.013	0.003	-0.007
Si	-1.441	-6.865	9.462	0.009	-0.012	-0.001
Si	-4.148	-4.157	9.458	0	-0.003	0.003
Si	-1.417	-1.437	9.461	0.012	0.01	-0.005
Si	-0.069	-0.093	10.84	-0.006	0.003	0.001
Si	2.636	2.627	10.875	-0.016	0.019	0.006
Si	-0.079	5.343	10.834	0.002	-0.011	-0.001
Si	2.659	-8.241	10.86	0.01	-0.014	-0.012
Si	-0.085	-5.518	10.841	-0.005	0.017	0.008
Si	2.643	-2.807	10.873	0.005	0.004	0.005
Si	5.358	-0.08	10.908	0.002	-0.015	0.007
Si	8.076	2.653	10.941	0.006	-0.008	-0.008
Si	5.364	5.349	10.921	-0.003	0.001	-0.009
Si	8.088	-8.23	10.943	0.02	0.006	-0.016
Si	5.382	-5.498	10.894	0.002	-0.001	-0.007
Si	8.102	-2.765	10.909	-0.011	0.007	-0.007
Si	10.821	-0.031	10.938	-0.005	-0.006	-0.007
Si	13.551	2.706	10.955	0.021	-0.007	-0.004
Si	10.801	5.398	10.977	0.005	0.01	0.001
Si	13.537	-8.154	11.002	-0.023	0.005	0.003
Si	10.814	-5.478	10.963	0.011	-0.014	-0.002
Si	13.557	-2.714	10.967	0.009	-0.017	-0.011
Si	16.308	0.034	10.97	-0.001	0.002	-0.004
Si	19.058	2.766	10.972	-0.006	0.007	0.002
Si	16.294	5.459	10.978	0.013	0.015	0.004
Si	19.061	-8.114	10.955	0.01	-0.012	0.001
Si	16.302	-5.387	10.975	-0.012	-0.007	-0.013
Si	19.054	-2.636	10.982	-0.013	0.003	0.005
Si	21.796	0.046	10.95	0.013	-0.004	0.008
Si	24.552	2.77	10.907	-0.001	-0.003	-0.004
Si	21.827	5.496	10.922	-0.005	-0.009	-0.003
Si	24.566	-8.099	10.907	0.019	-0.007	0.003
Si	21.822	-5.371	10.948	0.006	0	-0.002
Si	24.553	-2.658	10.918	-0.023	0	0.011
Si	27.273	0.047	10.892	-0.004	-0.004	-0.001
Si	29.993	2.769	10.891	-0.016	-0.006	0.011
Si	27.3	5.497	10.893	0.002	-0.008	0.006
Si	30.016	-8.1	10.88	-0.012	0.007	0.002
Si	27.292	-5.392	10.879	-0.007	-0.008	0.007
Si	30.014	-2.684	10.864	-0.001	0.011	-0.008
Si	-32.556	0.049	10.878	-0.025	0.02	0.004
Si	-29.855	2.763	10.891	-0.011	0	0.008
Si	-32.566	5.49	10.89	0.005	0.008	0
Si	-29.836	-8.105	10.876	0.001	-0.006	0.002
Si	-32.54	-5.404	10.868	0.015	0	-0.007
Si	-29.826	-2.688	10.869	0.006	-0.002	0.001
Si	-27.138	0.007	10.866	-0.011	-0.003	0.004
Si	-24.437	2.738	10.854	0.007	0.001	-0.002
Si	-27.143	5.492	10.867	-0.004	0.005	-0.006
Si	-24.441	-8.109	10.849	-0.024	0.001	0.002
Si	-27.132	-5.396	10.86	0.003	-0.002	0.005
Si	-24.434	-2.701	10.854	-0.009	-0.001	0.007
Si	-21.737	0.01	10.843	0.001	-0.01	0.01
Si	-19.04	2.727	10.82	0.003	-0.001	0.001
Si	-21.745	5.444	10.846	-0.004	-0.002	0.003
Si	-19.047	-8.167	10.84	0.02	-0.001	0.006
Si	-21.753	-5.43	10.834	0.005	0.009	-0.003
Si	-19.048	-2.713	10.824	-0.004	0.008	-0.004
Si	-16.34	-0.012	10.846	0.006	0.021	0.014
Si	-13.639	2.69	10.81	0.007	0.002	-0.002
Si	-16.349	5.439	10.813	-0.016	-0.005	0.005
Si	-13.637	-8.161	10.793	0	-0.001	-0.006
Si	-16.334	-5.438	10.836	0.001	-0.003	0.003
Si	-13.621	-2.739	10.821	-0.003	0.01	0
Si	-10.922	-0.025	10.812	-0.002	0.01	0.01
Si	-8.206	2.674	10.798	-0.005	0.005	0.007
Si	-10.92	5.412	10.814	-0.001	-0.009	0.007
Si	-8.22	-8.205	10.803	0.006	0.008	0.011
Si	-10.926	-5.464	10.789	-0.008	-0.014	0.001
Si	-8.217	-2.77	10.761	0.002	0.002	-0.007
Si	-5.505	-0.091	10.771	0.021	0.001	0.001
Si	-2.801	2.612	10.802	0.029	-0.002	-0.004
Si	-5.513	5.379	10.808	0.002	0.006	0.005
Si	-2.803	-8.224	10.813	-0.028	-0.004	-0.005
Si	-5.512	-5.5	10.81	-0.001	0.006	0.01
Si	-2.784	-2.795	10.804	0.003	-0.01	0.007
Si	1.284	-1.438	12.214	-0.006	0.004	0.002
Si	3.989	1.281	12.249	-0.006	0.006	0.001
Si	1.267	3.995	12.199	0.002	0.002	-0.003
Si	3.998	-9.593	12.238	0.013	0.001	0.007
Si	1.291	-6.877	12.191	-0.004	-0.021	0.002
Si	4.013	-4.152	12.24	-0.001	-0.009	0.003
Si	6.726	-1.432	12.262	0.013	0.003	-0.008
Si	9.443	1.3	12.301	0.015	0.009	0.001
Si	6.717	4.008	12.304	-0.002	0.011	0.004
Si	9.44	-9.567	12.331	-0.028	-0.003	0.005
Si	6.723	-6.858	12.266	0.01	-0.004	-0.002
Si	9.452	-4.113	12.291	0.004	-0.018	-0.001
Si	12.185	-1.37	12.316	-0.003	0.003	0.012
Si	14.934	1.375	12.321	0.002	-0.005	0.002
Si	12.184	4.045	12.323	0.013	-0.002	0.004
Si	14.923	-9.518	12.333	-0.009	0.004	0.005
Si	12.164	-6.816	12.347	-0.002	0.009	0.007
Si	14.913	-4.07	12.334	0.001	0.008	0.002
Si	17.668	-1.312	12.34	0.008	0.005	0.015
Si	20.428	1.405	12.307	-0.003	-0.004	0.001
Si	17.68	4.109	12.321	-0.004	-0.012	0.003
Si	20.439	-9.491	12.285	0.015	-0.004	0.004
Si	17.678	-6.766	12.306	-0.005	0.02	0.004
Si	20.433	-4.021	12.297	-0.014	0.014	-0.008
Si	23.188	-1.3	12.284	-0.01	-0.006	-0.001
Si	25.922	1.42	12.266	-0.008	-0.002	0.008
Si	23.191	4.135	12.269	-0.001	0.005	-0.005
Si	25.936	-9.46	12.25	-0.012	0.006	-0.003
Si	23.194	-6.753	12.275	0.001	-0.003	0.002
Si	25.935	-4.028	12.245	0.003	0	-0.005
Si	28.667	-1.307	12.231	-0.004	-0.003	0
Si	31.374	1.417	12.244	0.005	-0.003	-0.001
Si	28.651	4.139	12.262	-0.002	0.008	0.004
Si	31.364	-9.464	12.256	-0.009	-0.015	0.003
Si	28.66	-6.741	12.246	0.001	0.008	0.004
Si	31.388	-4.031	12.235	0.009	-0.017	-0.003
Si	-31.186	-1.312	12.233	0.01	0.001	-0.011
Si	-28.491	1.385	12.237	0.017	0.003	-0.005
Si	-31.208	4.132	12.257	-0.007	-0.012	0.003
Si	-28.495	-9.473	12.253	0	-0.002	0.002
Si	-31.193	-6.753	12.256	-0.006	-0.007	0.005
Si	-28.482	-4.04	12.247	-0.01	-0.007	0.002
Si	-25.785	-1.343	12.243	0.008	0.005	-0.005
Si	-23.082	1.38	12.225	0	-0.002	-0.004
Si	-25.788	4.116	12.228	-0.005	0	-0.007
Si	-23.093	-9.493	12.207	0.001	0.002	-0.004
Si	-25.789	-6.757	12.234	0.005	0.001	-0.002
Si	-23.089	-4.065	12.228	-0.01	0.003	0
Si	-20.384	-1.35	12.214	0.004	0.011	0.001
Si	-17.688	1.368	12.195	0.008	-0.007	0.003
Si	-20.383	4.088	12.209	0.007	0.002	-0.004
Si	-17.686	-9.521	12.206	-0.006	0.009	0.001
Si	-20.392	-6.79	12.206	-0.003	-0.022	-0.003
Si	-17.69	-4.072	12.198	0.005	0.005	0.002
Si	-14.976	-1.385	12.193	-0.002	-0.019	-0.002
Si	-12.286	1.325	12.175	-0.013	-0.001	-0.001
Si	-14.995	4.064	12.168	0.003	0.004	-0.008
Si	-12.296	-9.537	12.149	-0.018	0.01	-0.001
Si	-14.975	-6.806	12.188	0.003	0	-0.004
Si	-12.266	-4.108	12.178	0.008	0	-0.005
Si	-9.563	-1.414	12.143	0.007	0.004	-0.01
Si	-6.853	1.275	12.134	0.022	0.005	-0.004
Si	-9.572	4.027	12.152	0.002	0.008	-0.005
Si	-6.866	-9.574	12.158	0	-0.011	-0.003
Si	-9.587	-6.836	12.144	-0.007	0.004	0
Si	-6.875	-4.123	12.138	-0.001	-0.007	-0.003
Si	-4.152	-1.43	12.142	-0.01	0.002	-0.006
Si	-1.443	1.273	12.166	-0.017	0.02	-0.01
Si	-4.159	3.985	12.14	0.006	-0.011	-0.01
Si	-1.449	6.714	12.158	0.004	0.011	-0.01
Si	-4.154	-6.859	12.167	0.015	-0.004	-0.003
Si	-1.435	-4.142	12.182	-0.003	0.003	0.004
Si	2.624	-0.083	13.591	-0.009	0.001	0.011
Si	5.337	2.632	13.628	0.006	0.005	0.006
Si	2.616	5.354	13.551	-0.014	0.001	-0.004
Si	5.352	-8.23	13.598	0.003	0.003	-0.001
Si	2.653	-5.526	13.569	0.024	0.008	0
Si	5.37	-2.796	13.612	0.021	0.014	-0.003
Si	8.076	-0.088	13.636	-0.02	-0.021	-0.012
Si	10.807	2.662	13.658	-0.019	-0.016	-0.01
Si	8.064	5.39	13.669	0.033	0.01	-0.004
Si	10.804	-8.196	13.69	0.019	0.006	-0.005
Si	8.082	-5.491	13.618	-0.004	-0.002	-0.009
Si	10.826	-2.765	13.652	0	0.01	0.002
Si	13.566	-0.005	13.658	0.02	0.017	-0.013
Si	16.31	2.742	13.667	0.013	0.012	-0.014
Si	13.565	5.406	13.671	-0.016	0.002	-0.004
Si	16.305	-8.143	13.66	0.007	-0.01	-0.003
Si	13.547	-5.456	13.68	-0.014	-0.02	-0.017
Si	16.288	-2.705	13.666	-0.024	-0.03	-0.007
Si	19.044	0.063	13.666	-0.004	0.011	0.014
Si	21.81	2.786	13.624	0.003	0.005	-0.01
Si	19.07	5.465	13.654	-0.007	-0.009	-0.003
Si	21.819	-8.131	13.62	-0.012	-0.005	-0.006
Si	19.056	-5.397	13.638	0.019	-0.008	0.002
Si	21.806	-2.648	13.63	0.02	-0.004	-0.011
Si	24.552	0.077	13.632	-0.022	-0.009	0.009
Si	27.289	2.788	13.627	-0.003	0.007	0.005
Si	24.567	5.505	13.606	0.009	-0.004	-0.009
Si	27.305	-8.11	13.607	-0.006	-0.02	0.002
Si	24.575	-5.388	13.606	0.009	-0.001	0.004
Si	27.31	-2.662	13.591	0	0.001	-0.002
Si	30.026	0.057	13.606	0.004	0.004	-0.001
Si	32.719	2.778	13.627	-0.005	0.01	0.003
Si	30.018	5.489	13.628	-0.012	-0.001	0.001
Si	32.723	-8.108	13.626	0.006	0.001	0.003
Si	30.03	-5.386	13.606	-0.013	0.002	-0.002
Si	32.74	-2.661	13.608	0.001	0.014	-0.007
Si	-29.848	0.044	13.627	-0.015	0.009	0.001
Si	-27.148	2.76	13.603	-0.009	-0.016	0.003
Si	-29.858	5.494	13.63	0.001	0	0
Si	-27.143	-8.102	13.617	0.017	0.007	-0.006
Si	-29.844	-5.382	13.626	0.007	0.011	0.003
Si	-27.141	-2.683	13.632	-0.002	-0.006	0.005
Si	-24.439	0.033	13.605	-0.008	0.002	0.001
Si	-21.723	2.737	13.596	-0.007	-0.006	0.001
Si	-24.437	5.483	13.601	0.003	0.008	0.005
Si	-21.742	-8.142	13.585	-0.003	0.007	-0.001
Si	-24.445	-5.408	13.617	-0.014	-0.013	-0.003
Si	-21.734	-2.7	13.596	0.006	-0.006	-0.001
Si	-19.026	0.015	13.578	0.004	0.011	-0.003
Si	-16.333	2.718	13.565	-0.008	0.001	0.003
Si	-19.04	5.451	13.584	0.006	-0.012	0.008
Si	-16.322	-8.161	13.567	0.005	-0.003	0.005
Si	-19.031	-5.431	13.579	0.002	0.013	-0.003
Si	-16.328	-2.727	13.574	0.003	0.01	-0.003
Si	-13.617	-0.036	13.557	-0.005	0.007	0.002
Si	-10.922	2.679	13.528	0.004	0.013	0.004
Si	-13.644	5.429	13.521	-0.001	0.001	0.001
Si	-10.949	-8.182	13.509	-0.014	-0.013	0.003
Si	-13.623	-5.451	13.558	-0.002	-0.004	0.008
Si	-10.903	-2.757	13.537	0.009	0.006	0.004
Si	-8.205	-0.075	13.509	-0.009	-0.01	-0.001
Si	-5.494	2.612	13.499	0.004	0.001	0.003
Si	-8.222	5.378	13.503	0.001	-0.007	0.005
Si	-5.512	-8.217	13.515	0.005	0.011	0.012
Si	-8.239	-5.47	13.49	-0.002	-0.001	0.006
Si	-5.518	-2.769	13.493	0.015	0.006	-0.001
Si	-2.803	-0.077	13.509	0.024	0.014	-0.004
Si	-0.099	2.631	13.527	-0.005	0	-0.01
Si	-2.803	5.336	13.496	-0.007	-0.02	-0.004
Si	-0.085	8.072	13.507	-0.002	-0.025	-0.009
Si	-2.8	-5.496	13.522	-0.005	0.005	0.002
Si	-0.083	-2.791	13.557	-0.004	-0.013	0.005
Si	1.233	1.287	14.907	-0.002	0.021	-0.007
Si	3.935	4.001	14.937	0.007	-0.001	0.009
Si	1.24	6.703	14.882	-0.019	0.016	0
Si	3.998	-6.883	14.955	-0.004	-0.019	0.013
Si	1.296	-4.15	14.894	-0.012	-0.004	-0.016
Si	3.997	-1.435	14.945	0.006	-0.007	-0.006
Si	6.688	1.248	14.979	0.018	-0.002	-0.01
Si	9.434	4.017	15.003	-0.009	0.011	-0.012
Si	6.675	-9.567	15.003	-0.002	-0.004	0.007
Si	9.418	-6.823	15.014	0.001	-0.006	0.004
Si	6.722	-4.161	14.983	0.008	0.001	-0.003
Si	9.427	-1.453	15.005	-0.009	0.027	0
Si	12.182	1.313	15.022	0.008	-0.014	0
Si	14.937	4.059	15.042	0.022	-0.012	0
Si	12.194	-9.565	15.015	-0.005	0.004	-0.012
Si	14.922	-6.812	15.028	-0.024	0.009	-0.001
Si	12.184	-4.107	15.036	0.021	-0.034	0.004
Si	14.919	-1.36	15.025	0.008	0.007	-0.004
Si	17.679	1.41	15.037	-0.014	0.02	0.006
Si	20.444	4.108	15.015	0.014	-0.013	0.007
Si	17.677	-9.516	14.997	0.008	0.015	0.004
Si	20.433	-6.781	14.953	0.001	0.007	0.002
Si	17.665	-4.065	14.999	-0.001	0.005	0.003
Si	20.433	-1.289	14.987	0.006	-0.012	0.002
Si	23.174	1.451	14.983	0.008	0.008	-0.002
Si	25.929	4.171	14.979	-0.008	-0.001	0.008
Si	23.193	-9.487	14.98	0.001	0.004	0.002
Si	25.941	-6.754	14.96	-0.001	0.002	0
Si	23.201	-4.015	14.933	-0.019	-0.003	-0.02
Si	25.971	-1.275	14.941	0.003	-0.007	-0.006
Si	28.693	1.446	14.967	-0.009	-0.009	0
Si	31.377	4.14	15.01	0.001	-0.005	-0.001
Si	28.661	-9.465	14.981	0.009	-0.008	-0.004
Si	31.37	-6.744	14.997	-0.006	-0.002	0.001
Si	28.678	-4.012	14.957	0.005	-0.005	-0.002
Si	31.392	-1.294	14.981	0.006	-0.007	0.003
Si	34.077	1.422	14.992	-0.014	0.004	-0.007
Si	-28.506	4.115	14.986	0.012	-0.008	-0.001
Si	34.063	-9.467	15.009	-0.003	-0.02	0.011
Si	-28.494	-6.74	14.999	-0.006	-0.004	0
Si	34.09	-4.006	14.997	0	-0.013	-0.002
Si	-28.498	-1.317	15.007	0.015	-0.003	0.003
Si	-25.795	1.404	14.977	0.006	0.009	-0.008
Si	-23.069	4.119	14.961	0.018	-0.004	-0.003
Si	-25.786	-9.463	14.979	-0.015	0.016	0
Si	-23.084	-6.781	14.968	0.005	-0.011	-0.007
Si	-25.796	-4.054	15.002	0.024	-0.007	0.001
Si	-23.078	-1.323	14.97	-0.016	0.015	-0.002
Si	-20.356	1.382	14.966	0.018	-0.017	-0.003
Si	-17.674	4.093	14.94	-0.008	0.008	0.002
Si	-20.392	-9.498	14.96	-0.012	0.012	-0.004
Si	-17.663	-6.792	14.944	0.012	-0.016	0
Si	-20.374	-4.064	14.961	-0.005	-0.002	0.007
Si	-17.666	-1.346	14.939	0.008	0.005	-0.008
Si	-14.976	1.329	14.91	0.014	-0.011	-0.003
Si	-12.284	4.062	14.863	-0.018	0.001	-0.003
Si	-14.961	-9.528	14.926	-0.001	-0.008	0.004
Si	-12.263	-6.814	14.912	0.002	0.005	0.006
Si	-14.971	-4.091	14.938	-0.011	0.013	0.003
Si	-12.25	-1.403	14.914	0.011	-0.013	-0.002
Si	-9.569	1.278	14.861	-0.01	0.011	-0.004
Si	-6.874	3.965	14.817	-0.002	0.005	-0.013
Si	-9.598	-9.571	14.83	0.01	-0.017	-0.013
Si	-6.89	-6.829	14.83	-0.006	0.01	-0.017
Si	-9.544	-4.115	14.904	-0.012	-0.014	0.005
Si	-6.856	-1.434	14.888	0.01	0.014	0.001
Si	-4.148	1.258	14.891	0.003	-0.004	0.007
Si	-1.469	3.969	14.874	0.021	0.01	0.005
Si	-4.154	6.702	14.833	-0.011	-0.004	-0.003
Si	-1.419	9.455	14.843	0.012	0	-0.02
Si	-4.162	-4.11	14.846	0.013	-0.013	-0.005
Si	-1.451	-1.404	14.883	-0.015	0.008	-0.011
Si	-0.114	-0.06	16.274	-0.008	-0.006	0.023
Si	2.558	2.64	16.283	-0.007	-0.002	-0.011
Si	-0.12	5.326	16.221	0.004	-0.008	-0.015
Si	2.58	8.065	16.238	-0.008	-0.039	-0.014
Si	-0.064	-5.514	16.215	0.011	-0.008	-0.006
Si	2.641	-2.803	16.277	0.01	0.014	-0.003
Si	5.314	-0.096	16.357	0.017	0.014	-0.011
Si	8.042	2.627	16.304	-0.01	-0.017	-0.015
Si	5.258	5.376	16.299	0.016	0.012	0.017
Si	8.023	-8.17	16.354	-0.009	0.015	-0.007
Si	5.36	-5.52	16.33	0.012	0.006	0.007
Si	8.081	-2.834	16.378	0.019	-0.022	-0.003
Si	10.815	-0.106	16.333	0.016	-0.02	-0.013
Si	13.554	2.676	16.378	-0.015	0.003	-0.004
Si	10.822	5.378	16.342	0.021	0.002	-0.031
Si	13.574	-8.219	16.376	0.011	-0.007	-0.001
Si	10.789	-5.467	16.376	0.002	0.025	-0.012
Si	13.561	-2.742	16.382	-0.007	0.018	0.002
Si	16.298	0.018	16.352	-0.005	0.001	-0.013
Si	19.069	2.76	16.398	-0.015	-0.019	-0.014
Si	16.326	5.429	16.376	-0.043	-0.02	-0.004
Si	19.054	-8.141	16.313	0.004	-0.006	-0.004
Si	16.299	-5.443	16.364	0.002	-0.004	0.002
Si	19.041	-2.664	16.298	0.004	-0.008	-0.002
Si	21.777	0.114	16.333	-0.015	0	0.001
Si	24.543	2.831	16.324	-0.019	0.002	0.013
Si	21.826	5.473	16.351	-0.016	-0.015	0.008
Si	24.573	-8.119	16.313	-0.005	-0.001	-0.005
Si	21.832	-5.405	16.243	0.029	0.02	-0.023
Si	24.59	-2.641	16.248	-0.023	-0.003	-0.025
Si	27.337	0.095	16.309	-0.002	-0.005	-0.003
Si	30.037	2.78	16.389	0.001	0.014	-0.002
Si	27.313	5.504	16.359	0.001	0.008	-0.003
Si	30.022	-8.129	16.362	-0.021	-0.008	-0.004
Si	27.335	-5.401	16.295	-0.003	0.004	-0.005
Si	30.026	-2.647	16.337	0.001	0.012	0.004
Si	32.733	0.072	16.373	-0.003	-0.001	0
Si	35.405	2.783	16.386	0.009	0.012	-0.003
Si	32.713	5.495	16.403	-0.006	0.008	-0.004
Si	35.408	-8.081	16.358	0.002	0.014	-0.007
Si	32.71	-5.349	16.351	0.001	0.005	-0.004
Si	35.438	-2.666	16.408	-0.029	0.001	0.017
Si	-27.157	0.065	16.368	0.01	0.017	-0.004
Si	-24.427	2.771	16.327	-0.026	-0.025	-0.011
Si	-27.154	5.499	16.327	0.002	-0.008	-0.015
Si	-24.423	-8.121	16.372	-0.012	0.008	-0.001
Si	-27.152	-5.395	16.404	-0.009	-0.008	0.01
Si	-24.432	-2.681	16.34	-0.007	-0.005	-0.011
Si	-21.702	0.026	16.338	0.001	0.002	0.001
Si	-19.008	2.753	16.341	0.009	0.002	0.01
Si	-21.729	5.471	16.36	-0.008	-0.015	0.01
Si	-19.026	-8.139	16.314	-0.006	0.02	-0.003
Si	-21.731	-5.424	16.333	0.002	0.01	-0.006
Si	-19.004	-2.7	16.315	0.001	0.004	-0.011
Si	-16.316	0.002	16.323	-0.002	0.006	0.012
Si	-13.6	2.687	16.234	0.002	0.015	-0.001
Si	-16.317	5.448	16.305	0.004	0.004	0.003
Si	-13.588	-8.181	16.292	-0.011	-0.012	0.008
Si	-16.301	-5.449	16.331	-0.023	-0.001	0
Si	-13.605	-2.736	16.299	0.006	-0.003	0.009
Si	-10.877	-0.067	16.278	0.014	0.014	-0.001
Si	-8.195	2.605	16.206	0.016	-0.001	-0.005
Si	-10.921	5.4	16.223	0	0.016	0.017
Si	-8.257	-8.197	16.154	-0.005	0.024	-0.01
Si	-10.903	-5.453	16.275	0.012	0.005	0
Si	-8.175	-2.786	16.293	0.009	-0.011	0.012
Si	-5.499	-0.099	16.262	-0.005	-0.003	0.012
Si	-2.784	2.594	16.26	0.005	-0.001	0.014
Si	-5.525	5.315	16.147	0.014	-0.001	-0.013
Si	-2.774	8.072	16.148	0.036	-0.023	0.003
Si	-5.55	-5.445	16.166	-0.025	0.009	0.004
Si	-2.819	-2.749	16.213	-0.005	-0.006	0.005
O	8.578	-4.494	1.934	0.016	0.566	0.294
O	10.744	-3.399	1.259	0.475	0.098	-0.213
O	11.41	3.463	1.905	-0.316	0.217	-0.187
O	11.713	-7.753	1.718	-0.152	0.015	-0.171
O	18.543	5.82	1.968	0.249	0.359	-0.369
O	22.18	-1.737	1.411	-0.17	0.444	-0.487
O	22.867	7.439	0.471	0.013	-0.54	-0.301
O	23.472	-6.652	1.786	-0.676	0.074	-0.132
O	26.849	-3.821	1.585	0.157	-0.195	-0.317
O	32.072	1.857	1.508	0.314	-0.105	-0.378
O	27.873	3.601	1.729	-0.092	0.325	0.089
O	-25.102	-1.995	-0.161	0.061	0.282	-0.545
O	-25.092	0.03	1.41	0.022	0.169	-0.278
O	-20.753	3.191	-0.179	-0.107	-0.093	-0.611
O	-19.676	4.274	1.86	-0.65	-0.196	0.135
O	11.433	6.193	21.564	0.563	0.319	0.468
O	1.996	2.8	23.367	0.235	0.104	0.278
O	0.358	4.497	22.537	0.542	0.07	-0.228
O	-1.408	6.429	22.571	-0.334	-0.303	0.331
O	1.36	-7.416	22.779	0.171	0.296	0.048
O	7.79	-2.374	23.298	0.28	-0.325	0.43
O	11.86	2.744	24.626	-0.001	-0.214	0.474
O	10.853	3.905	22.677	0.528	-0.349	-0.165
O	13.582	-7.846	23.123	0.188	-0.199	0.396
O	10.258	-2.659	25.987	-0.119	-0.183	0.252
O	17.921	2.468	25.043	-0.046	-0.076	0.086
O	14.038	-3.743	23.232	0.376	-0.544	0.292
O	15.578	7.098	23.907	0.171	0.212	-0.655
O	16.492	4.791	23.254	-0.092	-0.095	0.14
O	16.856	-5.567	22.843	-0.097	-0.08	0.533
O	17.244	-1.476	23.809	-0.043	-0.062	-0.667
O	19.094	-0.786	25.614	0.441	0.263	-0.137
O	20.467	2.192	24.164	0.106	-0.289	-0.265
O	22.122	-0.255	23.043	-0.422	0.258	0.453
O	24.799	-2.827	22.73	-0.316	-0.011	0.415
O	-23.805	7.748	22.925	-0.391	0.031	0.288
O	-23.466	-3.179	23.08	0.138	0.37	0.041
O	-4.247	-0.904	25.818	-0.064	0.527	0.253
O	-5.153	5.191	22.741	-0.103	0.4	0.578
O	-2.387	-1.813	24.299	0.287	0.154	0.166
O	1.889	-0.987	24.221	0.01	0.223	0.253
O	0.531	-5.554	24.412	-0.357	0.226	0.418
O	3.807	-1.34	26.006	-0.279	-0.072	0.608
O	5.591	2.64	23.46	0.17	-0.062	0.178
O	0.454	4.204	25.095	0.116	-0.022	0.15
O	-5.358	7.443	26.038	-0.472	-0.075	-0.497
O	2.171	-3.887	-5.073	-0.218	-0.22	0.431
O	-1.159	-7.499	23.696	-0.261	-0.042	0.426
O	2.153	-1.274	-4.509	-0.369	0.444	-0.419
O	3.113	-5.163	24.093	0.086	-0.493	-0.103
O	6.327	-1.258	25.209	-0.169	0.155	-0.028
O	7.837	0.26	23.629	-0.386	0.158	-0.32
O	9.321	2.324	24.169	-0.141	-0.258	0.42
O	5.619	-0.786	0.491	-0.573	0.028	-0.076
O	7.458	4.964	23.438	-0.149	0.189	0.204
O	10.709	-4.815	24.651	-0.478	0.427	-0.453
O	7.008	-7.821	24.474	-0.273	0.061	0.479
O	8.233	-3.015	-2.367	-0.14	0.26	-0.079
O	9.27	-0.566	27.192	-0.228	-0.417	0.375
O	10.743	-0.296	24.989	0.374	0.619	0.32
O	12.971	0.557	23.882	0.195	-0.323	0.125
O	13.572	3.446	-4.026	-0.183	-0.206	0.19
O	16.685	-6.578	27.296	0.49	0.247	0.299
O	14.324	2.736	24.805	0.224	0.159	-0.06
O	16.346	7.253	27.109	0.105	0.283	-0.263
O	10.488	7.442	-5.78	0.083	-0.512	0.381
O	16.54	-1.725	-3.317	0.002	0.099	0.348
O	11.169	-4.685	27.244	0.482	-0.498	-0.223
O	14.061	-0.495	-3.592	0.082	0.114	0.139
O	14.672	-1.574	24.501	-0.023	-0.136	0.539
O	23.05	-2.92	26.959	0.302	-0.212	0.131
O	20.146	1.188	27.014	0.289	0.007	-0.08
O	15.892	5.146	25.771	-0.154	-0.534	-0.065
O	24.528	5.64	23.58	0.148	-0.031	0.522
O	21.917	-7.666	23.427	0.281	-0.069	0.364
O	17.729	-6.728	24.916	0.497	-0.106	0.195
O	24.677	0.218	23.55	0.045	-0.475	-0.19
O	23.173	1.778	-5.614	-0.45	-0.197	0.038
O	26.625	1.888	24.167	0.306	-0.287	-0.012
O	19.559	5.611	26.603	0.178	0.134	-0.069
O	21.473	3.282	26.37	-0.079	0.362	0.13
O	25.184	-7.046	25.065	-0.223	-0.359	0.522
O	25.484	-4.566	24.431	-0.055	-0.124	0.498
O	27.283	-2.644	23.73	0.052	-0.012	0.043
O	-31.271	1.505	25.256	-0.057	-0.063	-0.126
O	-31.472	-4.04	-4.279	0.234	0.041	-0.034
O	26.928	2.867	-5.081	-0.012	0.158	0.15
O	29.978	5.534	23.766	0.215	-0.101	0.495
O	26.123	7.388	-3.024	-0.101	-0.056	0.018
O	31.858	-7.21	-1.473	-0.418	-0.262	0.306
O	29.76	-5.415	23.738	-0.114	-0.143	0.245
O	-32.238	-2.328	24.275	0.377	-0.177	-0.229
O	-31.489	3.986	24.523	0.136	0.456	0.432
O	-30.777	-0.106	27.287	-0.439	-0.371	0.073
O	-32.59	-7.248	25.193	-0.249	0.163	-0.275
O	-29.266	-4.758	-2.946	0.422	0.241	-0.416
O	-28.109	-4.201	24.406	0.129	-0.381	0.035
O	-23.018	1.426	24.59	-0.26	-0.135	0.406
O	-26.364	-7.211	24.401	-0.598	-0.342	0.006
O	-21.389	-8.216	23.95	-0.072	0.084	0.594
O	-30.658	-6.513	-4.468	-0.449	0.102	0.058
O	-23.227	6.368	24.904	0.079	-0.598	0.16
O	-24.682	-5.438	23.372	-0.064	0.252	-0.119
O	-22.727	-4.999	24.964	0.691	0.007	0.257
O	-22.081	-1.959	26.665	0.073	0.596	0.204
O	-20.771	-1.573	24.434	-0.534	-0.303	0.126
O	-18.935	0.1	23.556	-0.18	-0.072	0.191
O	-17.112	1.923	24.29	0.239	-0.018	-0.053
O	-26.057	1.195	-3.835	-0.013	-0.122	-0.243
O	-17.517	6.955	24.479	0.112	0.261	0.337
O	-20.447	-3.879	25.611	-0.28	-0.117	0.242
O	-22.349	3.393	26.348	0.291	0.242	0.242
O	-18.077	-4.207	24.43	0.331	-0.239	0.371
O	-16.157	-2.654	23.539	0.23	0.174	0.135
O	-19.743	-6.227	24.619	0.049	-0.193	0.385
O	-12.96	-0.115	26.546	0.353	-0.167	0.724
O	-5.49	2.734	23.603	0.041	-0.238	0.434
O	-14.566	6.804	-3.891	0.206	-0.599	-0.223
O	-12.01	6.947	24.341	0.311	-0.089	0.229
O	-14.053	-7.202	26.812	0.166	0.152	0.255
O	-14.719	-7.344	24.344	0.45	-0.15	0.233
O	-9.536	-1.715	24.67	-0.303	0.294	0.298
O	-7.667	5.268	26.499	0.29	-0.7	-0.353
O	-13.123	2.593	26.548	0.337	0.33	0.693
O	-10.609	2.88	23.476	-0.026	0.138	0.507
O	-8.841	4.739	24.206	0.475	-0.055	0.136
O	-6.891	-2.42	-5.055	0.16	0.034	0.146
O	-12.366	7.054	26.949	-0.284	-0.809	0.143
O	-10.887	-7.483	25.82	-0.366	-0.056	0.21
O	-7.387	-3.238	24.834	0.662	-0.172	0.076
O	-3.217	-5.497	26.94	0.064	0.252	0.215
O	0.738	5.169	27.375	0.065	-0.2	0.687
O	-2.719	0.715	24.141	-0.286	0.109	0.582
O	-3.38	4.128	24.385	0.487	-0.182	-0.224
O	-3.691	-5.32	-2.397	-0.077	-0.229	0.317
O	11.434	-3.256	-3.625	-0.219	-0.194	-0.005
O	-2.025	-4.428	24.714	0.54	-0.405	0.286
O	1.149	-7.839	-3.212	-0.04	0.21	-0.159
O	3.856	0.793	24.505	0.217	0.172	0.334
O	4.805	1.589	-3.288	-0.489	0.127	-0.278
O	7.519	5.495	-3.864	-0.215	0.263	-0.203
O	-0.551	-7.094	-5.095	-0.15	-0.263	0.109
O	2.962	5.913	26.108	-0.588	-0.394	-0.217
O	1.812	0.465	26.318	-0.029	0.084	-0.202
O	5.611	-6.515	-1.49	-0.136	-0.283	-0.093
O	2.037	3.367	-2.616	-0.033	-0.082	0.783
O	4.739	-3.1	24.24	0.097	-0.003	-0.051
O	11.334	3.446	-1.508	0.083	-0.032	0.487
O	6.348	7.473	-5.465	-0.298	-0.352	0.49
O	11.538	3.527	-5.704	-0.037	0.622	-0.475
O	-21.103	3.101	24.073	-0.295	-0.029	-0.128
O	-28.479	2.533	-4.07	-0.151	0.101	-0.244
O	9.462	-7.197	24.191	-0.218	0.161	-0.331
O	-18.922	5.269	-2.7	0.144	0.07	0.45
O	5.552	-3.23	26.781	0.456	0.091	-0.275
O	18.237	-6.997	0.43	-0.4	-0.341	-0.014
O	11.497	-0.669	-4.228	-0.34	0.272	-0.119
O	13.517	1.132	26.744	0.366	-0.287	-0.208
O	-15.265	4.423	-0.043	-0.19	0.395	-0.027
O	19.802	1.154	-5.114	0.368	-0.35	-0.076
O	13.381	3.697	27.173	-0.509	0.068	-0.318
O	15.861	3.379	-2.737	0.174	0.098	-0.139
O	12.911	1.285	-5.23	0.082	-0.322	-0.479
O	8.955	-4.663	-4.299	0.297	0.051	-0.093
O	-18.114	-6.864	-4.205	-0.354	-0.12	0.331
O	17.646	0.796	27.122	-0.467	-0.155	0.578
O	18.696	-3.361	25.179	-0.193	-0.368	0.42
O	26.026	5.266	-4.376	-0.41	0.287	-0.013
O	22.812	1.463	24.928	0.379	-0.053	0.001
O	24.348	2.961	-3.587	0.455	0.135	-0.286
O	20.416	-5.432	-3.561	0.528	-0.062	-0.334
O	15.122	-6.864	25.065	-0.322	0.281	0.195
O	20.298	7.735	-0.01	-0.033	-0.575	-0.143
O	-18.795	2.638	-2.356	-0.053	-0.082	-0.069
O	27.221	0.235	-4.27	-0.009	0.06	0.086
O	-14.781	-4.989	-0.79	0.048	-0.106	0.166
O	-27.153	-1.961	25.495	-0.068	0.28	-0.253
O	27.854	-2.35	-3.624	0.496	-0.037	-0.261
O	-18.293	6.923	-4.569	0.231	-0.187	0.269
O	9.11	7.056	-2.52	0.072	0.187	-0.154
O	23.887	-1.118	-0.644	-0.377	-0.102	-0.179
O	31.684	2.308	24.58	-0.162	0.187	0.124
O	18.954	-0.611	-3.263	0.294	-0.094	0.619
O	4.625	1.456	-0.092	-0.135	0.302	-0.401
O	28.482	-4.688	-2.417	0.573	0.393	0.221
O	20.205	3.475	-1.145	0.252	0.565	-0.215
O	25.332	-8.205	0.678	0.375	0.334	-0.463
O	28.674	-6.244	-0.171	-0.473	0.366	-0.173
O	31.599	-3.393	-2.962	-0.413	-0.387	-0.024
O	23.532	-4.373	-4.231	0.001	-0.112	-0.668
O	31.424	7.35	26.66	-0.302	-0.638	0.204
O	32.415	6.717	0.088	0.09	0.105	-0.092
O	-11.589	-4.88	25.863	0.166	0.121	0.274
O	-12.872	6.803	-1.933	0.344	0.137	-0.426
O	28.548	1.513	25.93	0.113	0.142	-0.02
O	-29.372	-3.156	26.397	-0.206	0.366	-0.042
O	10.405	-6.923	-4.133	0.126	0.282	0.139
O	-31.857	-2.082	-1.641	0.194	-0.223	-0.469
O	-24.87	3.229	26.42	-0.146	-0.403	0.006
O	-23.071	8.025	-3.206	-0.366	-0.113	-0.461
O	-27.811	1.289	-1.864	0.155	0.262	0.195
O	-30.347	5.757	-0.741	-0.182	-0.072	-0.016
O	-31.756	-0.595	0.457	-0.179	0.67	0.156
O	-26.942	-5.625	-2.207	0.021	-0.165	-0.718
O	-28.845	0.977	26.123	-0.043	0.199	0.389
O	24.164	1.665	27.311	-0.481	-0.059	-0.494
O	-8.036	7.209	-4.384	-0.286	0.297	0.254
O	-9.902	-0.975	-0.158	0.315	-0.138	-0.493
O	-5.392	7.158	-4.7	0.236	-0.407	-0.273
O	-26.33	3.832	0.031	0.15	-0.693	-0.055
O	-16.262	-6.059	26.019	-0.504	0.02	-0.476
O	-19.52	5.225	24.18	0.125	0.129	-0.235
O	-28.656	-3.149	-5.476	-0.179	-0.644	0.588
O	-24.821	-6.002	26.15	-0.059	0.274	-0.018
O	-19.157	0.651	-4.005	-0.2	-0.72	0.093
O	-12.045	1.181	24.621	-0.289	-0.112	0.087
O	19.212	-7.193	-1.947	-0.223	-0.409	-0.178
O	-16.857	-6.593	-0.526	-0.569	0.056	-0.226
O	-14.31	3.979	24.574	-0.112	-0.047	0.12
O	25.04	5.327	-1.879	-0.536	0.049	-0.135
O	-10.588	3.469	-2.229	-0.108	0.29	0.107
O	29.512	-7.189	-2.512	-0.278	-0.085	0.09
O	-20.156	-4.825	-1.198	0.302	0.152	0.088
O	-21.983	-6.662	-1.472	-0.199	-0.417	0.054
O	-19.642	-2.359	-1.941	0.362	0.159	-0.237
O	-5.753	-3.688	-1.981	-0.17	-0.228	0.072
O	-22.688	1.519	-0.337	-0.184	-0.366	0.114
O	-1.902	1.485	-0.277	-0.223	-0.215	-0.276
O	-12.286	1.937	-3.468	0.045	-0.016	-0.301
O	23.432	-5.302	25.927	0.138	-0.517	0.373
O	-8.782	1.085	26.817	0.042	-0.157	0.21
O	-0.865	7.048	-3.776	0.457	-0.151	-0.684
O	-14.398	4.897	26.979	0.413	0.319	-0.176
O	-13.884	-7.08	-4.821	-0.18	0.079	0.499
O	-18.442	2.595	26.453	-0.107	0.496	0.388
O	-27.044	-4.25	26.839	0.415	0.231	0.152
O	15.348	0.934	0.481	-0.223	0.142	-0.129
O	-16.937	-4.873	-5.2	-0.043	-0.441	-0.146
O	11.78	-7.082	25.215	0.003	-0.104	-0.039
O	-14.504	-1.21	-0.192	0.106	-0.289	-0.091
O	-5.523	4.671	-2.023	0.276	0.063	-0.187
O	-3.934	-3.125	-3.947	-0.076	0.746	-0.206
O	23.708	4.399	0.202	-0.084	-0.127	-0.469
O	-9.834	-5.681	-2.155	0.03	0.012	0.061
O	-7.266	-0.695	25.634	0.122	-0.003	0.126
O	-0.698	-2.576	-0.91	-0.266	-0.187	-0.614
O	-6.065	5.125	0.58	-0.57	-0.426	-0.104
O	-12.317	-6.153	-1.137	-0.314	-0.57	0.183
O	-14.525	-1.749	-2.701	-0.645	-0.167	0.3
O	-9.883	2.386	-4.497	0.011	-0.422	-0.179
O	-6.513	-6.939	-5.21	-0.391	0.315	0.571
O	23.739	-1.979	-3.211	-0.085	0.091	-0.323
O	3.356	7.782	-4.512	0.435	0.029	-0.013
O	-2.747	-0.193	-5.442	0.593	-0.279	-0.235
O	-2.759	7.954	26.483	-0.254	0.692	0.151
O	31.596	-6.739	-4.062	0.702	0.318	-0.086
O	-0.634	6.614	25.713	0.059	0.24	-0.447
O	-4.224	6.459	-0.558	0.331	0.158	0.061
O	-6.398	-7.244	23.97	0.388	-0.416	0.289
O	22.19	-2.597	-5.482	-0.441	-0.204	-0.005
O	1.553	-1.873	-2.035	0.459	-0.362	-0.24
O	13.56	7.437	25.555	0.127	-0.571	0.119
O	-0.043	-0.139	-0.841	-0.169	0.361	0.364
O	4.343	4.234	-3.444	-0.038	0.249	0.109
O	10.156	-5.876	0.363	-0.326	-0.557	0.273
O	6.092	2.838	27.021	-0.065	-0.18	-0.127
O	0.991	6.945	-0.641	0.205	-0.029	-0.401
O	3.164	8.039	-1.797	0.587	0.282	-0.044
O	-0.254	-7.284	26.797	-0.16	0.438	-0.246
O	-16.785	0.578	-5.148	-0.009	-0.149	-0.009
O	21.424	-3.082	-3.091	0.059	0.451	0.5
O	9.608	6.88	0.046	0.094	-0.192	0.001
O	-6.853	-1.417	-1.119	-0.534	0.247	-0.164
O	10.167	2.56	-3.707	-0.357	0.108	0.078
O	13.694	4.538	-1.695	0.516	0.133	0.614
O	-29.713	-0.377	-1.184	-0.038	-0.205	-0.677
O	7.392	5.525	-1.243	-0.2	0.305	0.346
O	26.361	1.406	0.049	0.146	-0.25	-0.346
O	8.027	-6.564	-2.77	0.174	0.282	0.385
O	9.389	-2.123	-4.645	-0.031	0.276	-0.046
O	18.777	-3.239	-3.412	-0.363	-0.124	-0.208
O	15.808	2.507	26.814	0.252	0.202	0.759
O	7.768	-2.121	0.123	0.484	0.397	-0.174
O	2.519	2.764	0.801	0.048	-0.067	-0.078
O	16.002	5.997	0.988	0.035	0.023	-0.274
O	3.944	-0.919	-2.591	-0.147	-0.463	0.205
O	-27.735	5.429	-1.563	0.092	0.336	-0.581
O	-28.416	-4.215	-0.41	0.173	0.106	-0.16
O	13.204	-6.994	27.393	-0.155	0.613	-0.117
O	-14.157	0.773	-1.978	-0.235	0.154	0.408
O	-23.201	4.132	-0.024	-0.276	-0.023	0.36
O	14.869	-1.309	-0.892	0.218	0.002	-0.679
O	3.557	6.594	0.23	-0.101	-0.136	-0.447
O	2.286	5.948	-3.026	-0.112	-0.129	-0.005
O	25.102	-1.302	27.113	0.115	-0.322	-0.054
O	12.761	-6.322	-0.132	0.551	0.166	-0.275
O	11.194	-5.043	-1.789	-0.611	0.048	0.155
O	-0.647	1.42	27.203	-0.091	0.09	-0.345
O	-25.083	7.771	26.336	0.142	0.065	0.284
O	14.474	-3.009	-4.233	-0.13	0.218	-0.217
O	-15.664	-2.643	-4.969	-0.298	-0.027	-0.048
O	23.244	-1.102	25.239	0.087	-0.459	-0.141
O	-0.057	-2.798	23.78	0.114	-0.402	0.301
O	26.439	2.841	26.575	-0.355	0.539	0.08
O	20.502	6.863	24.533	0.118	0.055	0.456
O	20.194	5.758	-5.061	0.019	-0.05	0.129
O	15.323	7.765	-5.109	-0.133	0.468	0.546
O	15.544	-1.06	-5.644	-0.48	0.137	-0.337
O	25.06	-4.733	-0.248	0.374	0.098	-0.267
O	25.965	-4.129	-3.186	0.03	0.22	0.356
O	-3.341	1.508	27.064	0.187	-0.357	-0.708
O	24.561	-2.714	1.285	-0.108	-0.022	0.59
O	25.008	-6.56	-3.772	-0.516	-0.232	-0.684
O	12.734	7.653	-4.456	0.16	-0.195	0.484
O	28.661	-0.278	-2.195	0.196	0.234	-0.332
O	28.713	-1.282	0.183	0.309	-0.443	-0.186
O	6.538	7.601	-2.55	-0.305	-0.195	0.039
O	-32.064	4.281	0.383	-0.628	-0.407	-0.1
O	-20.781	6.83	-3.666	0.127	0.587	-0.133
O	2.231	-7.422	0.522	0.524	0.32	0.008
O	-15.751	2.704	26.366	0.158	-0.296	0.753
O	-8.461	-2.497	27.072	-0.689	-0.009	0.147
O	30.226	0.847	-0.296	-0.23	0.101	-0.154
O	29.605	-6.345	-5.723	0.092	-0.161	-0.357
O	-32.592	5.23	-2.037	-0.232	-0.67	-0.043
O	-18.536	2.061	0.657	0.136	-0.32	-0.437
O	-13.021	-4.004	-2.433	-0.254	0.136	0.16
O	11.4	6.075	-1.85	-0.025	0.211	-0.483
O	9.796	1.307	-1.509	0.196	-0.656	-0.127
O	-29.901	2.838	0.882	-0.129	0.062	-0.334
O	-14.056	3.41	-2.183	0.527	0.077	-0.11
O	-24.414	-6.205	-2.356	-0.253	0.161	-0.207
O	-25.4	-4.585	-0.482	0.057	-0.082	0.738
O	-7.299	-6.927	26.9	-0.202	0.027	-0.295
O	-12.003	-5.24	-4.497	0.566	-0.192	-0.025
O	-21.231	1.498	-2.594	-0.262	0.571	-0.384
O	-19.819	4.833	-5.092	-0.4	0.034	0.026
O	-1.672	2.041	-4.648	0.627	-0.169	0.32
O	-22.535	-6.1	27.434	0.406	-0.1	-0.271
O	-23.801	0.705	-2.423	-0.337	0.11	0.596
O	-30.986	-8.061	-1.755	-0.145	-0.095	-0.238
O	-21.402	-3.62	-3.298	-0.21	0.499	0.058
O	26.15	5.628	0.492	0.465	-0.188	-0.116
O	-8.402	-3.458	-1.844	-0.287	0.306	0.032
O	-18.385	4.38	-0.406	0.078	0.46	0.373
O	-17.117	7.213	0.068	-0.221	-0.246	-0.194
O	-27.26	-0.611	-0.109	-0.2	-0.421	0.048
O	-6.286	2.534	-3.331	-0.641	0.025	-0.007
O	12.551	-1.322	0.266	-0.237	0.256	-0.306
O	-12.524	-3.901	0.122	0.143	0.479	-0.371
O	-24.558	-1.49	25.842	0.365	-0.124	-0.224
O	-31.604	6.665	25.426	0.096	-0.484	0.218
O	12.329	5.164	0.319	-0.154	0.357	-0.078
O	-2.709	-2.038	0.804	0.114	-0.021	0.406
O	17.257	-0.795	0.036	0.088	-0.074	-0.5
O	5.267	4.906	25.377	-0.072	-0.516	-0.423
O	-12.211	-0.954	-1.556	0.117	-0.76	-0.42
O	-4.606	4.304	-4.482	0.298	-0.011	0.271
O	-27.115	-6.88	26.963	-0.244	-0.4	0.026
O	-2.001	0.3	-2.746	-0.203	-0.527	-0.022
O	-10.585	-3.436	-3.355	0.199	0.672	0.076
O	1.197	1.979	-4.658	-0.119	-0.568	-0.158
O	-22.987	5.721	-4.556	0.012	-0.352	0.258
O	8.426	3.258	-0.343	0.514	0.478	-0.089
O	30.213	2.536	-5.359	-0.071	-0.207	-0.097
O	-4.152	1.307	-4.006	-0.106	0.384	-0.057
O	-1.991	-4.469	0.138	-0.402	-0.35	-0.43
O	-22.45	-5.866	-4.033	0.315	-0.328	-0.5
O	-6.071	1.536	26.525	0.128	-0.071	-0.06
O	-19.299	0.177	-1.426	0.561	0.139	0.465
O	26.06	-1.061	-2.235	0.068	0.223	0.521
O	24.039	0.52	-2.691	0.103	0.122	-0.361
O	-6.998	1.039	-0.008	-0.05	0.08	-0.364
O	-31.074	-5.227	26.041	-0.128	0.098	-0.285
O	-16.587	4.088	-2.311	0.119	-0.295	-0.493
O	-29.969	-2.534	0.884	0.039	0.111	-0.193
O	-14.226	-0.872	24.223	-0.013	0.496	0.076
O	-3.465	-7.385	-4.074	-0.142	0.134	-0.448
O	0.128	-5.773	0.915	0.136	0.026	-0.358
O	-1.577	4.579	-4.069	0.167	-0.027	0.114
O	-13.509	2.721	0.874	-0.034	0.096	-0.436
O	-26.416	-3.316	-4.086	-0.252	-0.213	0.398
O	-26.344	0.554	25.609	0.339	0.301	0.42
O	5.148	7.339	26.478	-0.279	0.511	0.021
O	-9.439	-5.53	26.91	-0.105	0.424	0.157
O	-8.076	7.236	24.72	-0.138	0.192	0.281
O	17.764	2.368	-1.057	0.021	-0.4	0.359
O	-3.306	-2.857	-1.511	-0.178	0.39	-0.033
O	-0.165	2.071	-2.237	0.067	0.275	0.249
O	13.267	-5.104	-3.321	0.282	-0.811	0.04
O	-27.318	3.088	25.848	-0.499	0.437	0.286
O	-8.964	3.962	-0.27	0.207	-0.114	-0.341
O	13.813	3.03	1.004	0.101	-0.129	-0.301
O	20.004	-8.026	-4.225	0.535	-0.194	0.026
O	21.223	-4.077	25.299	-0.014	-0.132	-0.198
O	2.285	-6.506	-5.63	-0.192	-0.06	0.129
O	-18.858	6.175	26.582	-0.373	0.071	-0.019
O	-10.291	0.814	-2.208	0.338	-0.336	-0.324
O	-29.56	6.452	27.111	0.704	-0.012	0.122
O	-0.583	2.272	23.787	0.307	-0.252	0.502
O	20.114	-2.891	23.136	0.433	0.686	0.329
O	19.134	2.769	1.116	-0.632	0.006	0.363
O	4.484	-4.972	0.36	-0.197	-0.26	-0.144
O	-4.525	-5.074	-5.374	-0.333	-0.347	0.298
O	18.076	-1.771	-5.436	0.447	-0.132	-0.306
O	19.428	4.49	24.229	0.104	0.12	-0.047
O	27.75	-7.203	24.208	-0.054	-0.06	0.198
O	-9.54	5.005	-4.995	-0.241	0.556	-0.156
O	-23.859	-3.614	-4.139	-0.182	-0.249	-0.519
O	-25.805	-7.162	-0.295	-0.521	-0.142	-0.085
O	16.077	0.745	-1.966	-0.239	-0.005	-0.132
O	-1.166	5.602	-1.634	-0.115	-0.149	-0.066
O	-12.958	-2.717	-4.604	0.079	0.29	-0.594
O	-31.556	-5.526	-2.103	-0.02	0.496	0.067
O	28.187	3.869	24.751	-0.079	0.351	0.256
O	-1.83	4.44	26.498	-0.119	-0.451	0.138
O	10.085	4.72	25.037	0.331	0.226	-0.123
O	17.913	4.706	-0.156	-0.017	0.335	-0.628
O	30.928	4.629	-3.904	-0.311	0.158	-0.153
O	-31.082	2.059	-3.637	0.2	0.008	0.479
O	11.512	7.36	27.174	0.007	0.151	-0.154
O	16.268	-5.313	1.084	0.108	-0.062	-0.294
O	-30.246	-0.729	24.626	0.701	0.148	0.057
O	14.315	-3.412	0.57	-0.132	0.225	-0.322
O	6.95	-2.926	-4.749	-0.074	-0.573	0.001
O	18.915	-2.677	0.994	0.233	-0.185	-0.116
O	-18.495	-5.094	26.817	-0.15	0.066	0.542
O	20.972	1.247	0.021	-0.019	-0.295	-0.175
O	-21.745	-0.741	-1.346	-0.337	-0.246	-0.04
O	6.822	-4.434	-0.623	-0.251	0.192	-0.376
O	7.351	0.945	-0.376	0.052	-0.434	0.097
O	-32.124	0.517	-1.883	-0.378	0.199	0.374
O	16.2	-4.594	25.726	-0.414	0.26	-0.162
O	-14.064	-4.976	25.211	-0.407	0.092	-0.351
O	27.732	-0.956	26.808	0.009	-0.478	-0.241
O	22.387	4.229	-4.674	-0.077	0.033	0.564
O	21.456	5.473	1.114	-0.198	-0.458	-0.183
O	6.191	3.268	-1.799	-0.096	-0.052	0.208
O	-10.721	-8.149	-1.279	0.494	-0.176	-0.342
O	-23.84	-3.799	27.024	0.008	0.008	0.437
O	30.162	-8.212	0.793	0.18	-0.141	-0.166
O	-30.793	-1.399	-5.308	0.232	0.325	0.534
O	20.463	1.354	-2.605	-0.091	-0.287	-0.04
O	19.873	-4.244	-1.319	-0.474	0.071	0.286
O	31.724	-3.763	-0.296	0.026	-0.404	-0.044
O	22.37	-4.727	-0.576	0.073	0.226	0.22
O	6.088	-0.618	-3.951	0.417	0.072	-0.079
O	-13.14	-2.633	25.848	0.173	0.033	0.256
O	17.906	1.818	-3.526	-0.049	0.26	-0.401
O	-10.082	6.268	26.005	-0.406	-0.217	0.64
O	31.256	7.144	-3.191	-0.328	-0.047	-0.056
O	-8.991	5.569	-2.456	0.063	0.469	0.18
O	-26.439	3.437	-2.593	0.469	0.026	-0.295
O	-17.265	-4.039	-0.239	0.02	0.212	-0.346
O	30.858	-1.495	-1.33	0.067	0.21	0.08
O	-14.293	-0.463	-4.911	0.476	-0.041	-0.08
O	0.476	4.6	0.277	-0.574	-0.094	-0.195
O	-3.397	7.297	24.127	-0.095	-0.116	-0.062
O	22.579	3.945	24.197	-0.312	0.232	0.051
O	12.223	1.227	-2.653	0.302	0.039	0.363
O	-4.461	3.74	26.743	-0.528	0.257	0.225
O	-8.308	-4.553	-4.183	0.391	-0.239	0.097
O	15.641	-5.437	-4.254	0.28	-0.154	0.419
O	17.915	7.126	-5.364	-0.023	-0.177	0.233
O	31.593	2.162	-3.191	-0.013	-0.027	0.478
O	-23.088	-3.578	-0.501	0.248	-0.021	-0.224
O	-5.244	0.575	-1.832	0.737	0.047	-0.199
O	10.921	-7.693	-1.426	-0.064	0.006	-0.208
O	29.117	4.029	-0.543	0.175	0.144	-0.288
O	-1.348	-6.848	-2.679	0.319	0.129	0.525
O	-2.157	-5	-4.403	0.611	0.11	-0.162
O	-4.602	-0.822	23.146	-0.291	-0.123	-0.026
O	-28.876	-8.048	-3.456	0.636	0.092	0.03
O	-30.387	4.393	-4.671	0.215	0.071	0.289
O	7.772	4.647	26.229	-0.045	-0.469	-0.376
O	-3.286	6.437	-3.184	-0.323	-0.127	0.252
O	26.872	7.768	26.264	0.001	-0.22	0.237
O	-6.532	7.614	-0.034	-0.394	0.357	-0.092
O	-4.915	-0.519	0.444	0.168	0.501	0.144
O	5.745	-6.699	-4.099	-0.357	0.208	0.067
O	-25.031	5.462	-1.463	0.063	0.22	-0.502
O	-18.407	2.658	-5.512	0.24	0.104	0.127
O	-16.426	0.231	0.828	-0.057	-0.224	-0.314
O	12.81	-3.387	25.556	0.576	-0.26	0.344
O	19.491	-5.361	23.659	0.419	-0.147	-0.046
O	23.716	-6.895	-0.892	-0.229	-0.501	-0.593
O	-16.645	-5.137	-2.633	0.366	0.008	-0.161
O	-10.915	5.607	-0.68	-0.085	-0.231	0.507
O	-23.819	5.516	27.182	0.2	0.362	0.632
O	4.413	-2.438	-5.12	0.096	-0.481	0.302
O	32.533	0.04	-4.412	-0.359	-0.149	-0.278
O	-32.516	3.243	26.827	-0.405	-0.126	0.216
O	-15.267	7.869	-1.635	-0.166	0.227	-0.417
O	12.244	-1.919	23.517	-0.348	-0.054	-0.352
O	27.619	5.183	-2.34	0.312	0.388	0.2
O	-4.207	-3.462	25.629	-0.353	0.003	-0.118
O	-4.341	-5.79	24.564	0.007	-0.18	-0.081
O	-3.893	3.859	-0.098	0.229	-0.354	-0.425
O	-6.622	0.008	-3.935	-0.529	-0.123	0.328
O	-22.498	5.821	-1.926	0.542	-0.055	-0.059
O	2.209	-6.896	25.859	0.551	-0.33	-0.33
O	7.987	-6.82	-5.367	-0.038	0.183	-0.447
O	-11.655	1.019	0.034	-0.002	0.097	-0.264
O	2.224	4.343	-5.069	0.326	0.344	-0.452
O	31.454	-4.459	-5.374	-0.219	0.391	-0.236
O	-5.851	-2.585	27.289	-0.11	-0.158	0.258
O	8.97	7.011	25.831	-0.186	0.263	0.438
O	-28.979	-6.671	-1.105	-0.175	0.143	0.482
O	29.084	3.019	-2.975	-0.396	-0.564	-0.015
O	31.776	-3.124	26.48	-0.231	0.193	0.18
O	-25.016	-1.232	-3.608	-0.289	0.176	-0.071
O	27.768	-4.65	-4.985	-0.225	0.318	-0.477
O	-20.755	1.349	26.028	0.076	-0.312	-0.182
O	-4.169	-7.312	-0.03	0.042	0.326	-0.219
O	-25.785	5.47	25.472	-0.387	0.555	-0.355
O	6.548	3.158	-4.43	0.051	-0.389	-0.312
O	13.017	-3.068	-1.611	-0.21	0.112	-0.016
O	-30	-7.64	25.758	0.59	0.126	0.137
O	-17.248	4.467	25.175	0.272	0.109	-0.04
O	17.915	6.502	24.727	0.111	0.776	-0.099
O	26.968	-6.739	-2.064	-0.415	-0.266	0.648
O	-16.144	-8.155	-5.454	0.048	-0.097	-0.445
O	1.99	-4.332	26.337	-0.162	0.54	-0.168
O	-18.965	-4.439	-3.512	-0.228	0.166	-0.387
O	14.193	-8.244	0.97	0.224	0.134	-0.49
O	-19.447	-1.805	26.713	0.281	-0.165	-0.222
O	1.965	0.658	-2.629	-0.001	0.042	0.457
O	27.382	-7.26	-4.638	-0.002	-0.377	-0.103
O	16.091	0.574	25.025	-0.018	-0.011	-0.031
O	16.843	-2.043	26.29	-0.535	0.395	0.241
O	18.061	-6.18	-4.076	-0.253	0.169	0.244
O	-5.201	-8.204	-2.31	-0.769	0.493	-0.24
O	8.88	3.97	-5.497	0.122	0.436	-0.04
O	-30.679	7.084	-4.91	0.143	0.157	0.041
O	14.675	5.765	-3.674	0.122	0.264	-0.039
O	-14.777	1.999	-4.266	-0.561	0.52	0.008
O	22.677	2.436	-1.62	0.081	0.448	0.253
O	-7.65	1.529	24.431	-0.299	0.223	0.043
O	-15.343	-1.092	26.507	-0.614	0.062	-0.442
O	-7.114	4.819	-4.127	0.169	-0.169	-0.587
O	-23.676	0.597	-4.972	0.178	0.435	-0.183

Results
total energy: -391254.608 eV
total energy less fixed offsets of O -438.25, Si -107.07 eV per atom: 19.442 eV
